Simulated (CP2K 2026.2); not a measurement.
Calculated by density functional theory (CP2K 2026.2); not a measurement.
Periodic cell of 2016 atoms, Si1440O576, from a study of silicon, its oxide and their interface. The atomic structure is a simulated model.
Doubt: the forces sum to 3.72 eV/angstrom along one axis rather than to zero, so they err by at least 0.0018 eV/angstrom per atom on average; the grid cutoff is modest.

Settings: functional PBE; method Gaussian and plane waves; basis set DZVP-MOLOPT-SR-GTH; pseudopotentials GTH-PBE; grid cutoff 300 Ry, relative cutoff 40 Ry; k points Gamma only; occupations fixed; spin none; net charge 0.

Cell vectors (angstrom)
a	65.28	0	0
b	0	16.32	0
c	0.4422	0.8546	33.2437

Atoms and the computed forces on them: element, x, y, z (angstrom), force x, y, z (eV/angstrom)
Si	1.696	-1.679	0.41	-0.08	0.115	0.77
Si	4.135	1.206	0.543	-0.03	0.255	0.705
Si	1.14	4.407	0.005	0.21	-0.28	0.71
Si	4.056	6.866	0.444	0.023	-0.015	0.534
Si	1.825	-7.34	-0.036	-0.142	0.19	0.758
Si	3.887	-3.957	0.137	0.309	-0.192	0.707
Si	6.508	-0.891	-0.06	0.402	-0.586	0.517
Si	10.151	0.868	0.058	-0.199	0.009	0.749
Si	6.217	4.703	-0.167	0.3	-0.203	0.789
Si	9.368	7.307	-0.042	0.067	-0.307	0.693
Si	7.06	9.367	0.264	-0.098	0.014	0.742
Si	9.8	-4.23	0.177	-0.117	0.065	0.73
Si	12.304	-1.346	0.472	0.012	-0.023	0.445
Si	14.567	1.708	0.076	0.174	-0.127	0.753
Si	12.173	3.752	0.025	-0.048	0.324	0.625
Si	15.134	6.722	-0.045	-0.295	0.073	0.736
Si	12.022	-6.367	0.233	0.043	-0.088	0.764
Si	14.611	-3.421	0.193	0.036	-0.189	0.609
Si	17.7	-1.568	0.36	-0.095	0.309	0.573
Si	20.512	1.257	0.264	-0.125	0.038	0.755
Si	17.255	4.388	0.011	0.238	-0.1	0.781
Si	20.15	7.15	0.19	0.213	-0.416	0.56
Si	17.831	-6.935	0.123	-0.295	0.283	0.606
Si	20.006	-3.764	0.289	0.154	-0.095	0.632
Si	22.733	-0.904	-0.041	0.179	-0.278	0.722
Si	25.513	1.626	-0.106	0.253	-0.234	0.636
Si	23.206	3.755	0.072	-0.077	0.228	0.744
Si	25.555	6.983	-0.266	0.247	-0.256	0.639
Si	23.21	-7.202	0.004	-0.047	0.205	0.666
Si	25.807	12.112	-0.137	0.156	-0.171	0.671
Si	28.592	-1.548	0.022	0.209	-0.198	0.694
Si	31.768	0.671	-0.146	-0.144	0.195	0.726
Si	28.709	3.99	0.031	-0.066	-0.086	0.677
Si	31.206	7.038	0.044	0.059	-0.203	0.688
Si	28.87	9.136	-0.2	-0.262	0.232	0.706
Si	31.567	11.758	0.084	-0.169	0.254	0.808
Si	33.977	-1.439	0.347	0.002	-0.007	0.532
Si	36.726	1.296	0.585	-0.062	0.034	0.603
Si	34.548	3.302	-0.233	-0.174	0.319	0.705
Si	37.35	6.185	-0.009	-0.195	0.102	0.776
Si	33.736	9.54	0.134	0.228	-0.044	0.678
Si	36.133	12.686	-0.155	0.264	-0.115	0.72
Si	38.972	-0.808	0.075	0.172	-0.362	0.731
Si	41.665	1.808	0.066	0.129	-0.097	0.706
Si	39.481	3.989	0.46	-0.024	0.019	0.491
Si	-23.527	7.012	-0.105	0.319	-0.113	0.709
Si	39.677	9.379	-0.013	-0.194	0.034	0.655
Si	-22.882	12.052	0.295	-0.063	-0.009	0.656
Si	-20.163	-1.752	0.057	-0.12	0.314	0.662
Si	-17.971	1.522	-0.011	0.207	-0.07	0.706
Si	-20.118	3.811	0.077	-0.099	0.044	0.718
Si	-17.321	6.48	0.076	-0.17	0.134	0.8
Si	-20.707	9.816	0.003	0.158	-0.138	0.68
Si	-17.815	12.45	0.135	0.1	-0.196	0.691
Si	-14.668	-1.569	-0.18	-0.142	0.105	0.701
Si	-11.797	1.142	0.071	-0.232	0.023	0.718
Si	-15.028	4.303	-0.149	0.223	-0.323	0.695
Si	-12.281	7.114	0.034	0.04	-0.24	0.687
Si	-14.638	9.179	0.018	-0.048	0.13	0.739
Si	-12.428	12.489	-0.226	0.129	-0.179	0.721
Si	-9.704	-1.144	0.179	0.128	-0.06	0.742
Si	-6.987	1.73	0.146	0.061	-0.29	0.726
Si	-9.27	3.838	0.208	-0.046	0.219	0.722
Si	-7.148	7.228	0.373	0.053	-0.077	0.765
Si	-9.441	-6.941	0.075	-0.144	0.299	0.656
Si	-6.597	-4.27	0.069	-0.167	0.244	0.761
Si	-3.804	-1.38	0.213	-0.319	0.083	0.664
Si	-1.686	1.58	-0.042	0.341	-0.145	0.642
Si	-4.019	3.754	0.155	-0.011	0.3	0.623
Si	-1.161	6.6	0.016	-0.228	0.166	0.717
Si	-4.379	-6.497	0.099	0.241	-0.109	0.761
Si	-1.549	-3.557	-0.025	0.177	-0.403	0.666
Si	2.707	-0.082	1.769	-0.008	-0.033	-0.02
Si	5.421	2.958	1.352	0.03	0.02	-0.018
Si	2.636	5.425	1.544	-0.014	-0.008	-0.046
Si	5.509	8.232	1.604	0.03	0.014	-0.028
Si	2.733	-5.584	1.35	-0.039	0.001	-0.05
Si	5.527	-2.691	1.257	0.003	0.006	-0.026
Si	8.263	0.023	1.238	-0.025	0.033	-0.036
Si	10.884	2.584	1.534	-0.036	-0.021	-0.038
Si	8.129	5.553	1.101	-0.015	-0.01	-0.039
Si	10.852	-7.992	1.458	-0.004	0.004	-0.055
Si	8.24	-5.385	1.509	0.002	0.017	-0.072
Si	10.864	-2.729	1.619	-0.005	0.008	-0.057
Si	13.644	0.14	1.6	0.019	0.02	-0.06
Si	16.159	2.839	1.383	0.006	-0.011	-0.068
Si	13.422	5.514	1.133	0.044	-0.023	-0.038
Si	16.231	-8.091	1.389	-0.017	-0.021	-0.047
Si	13.602	-5.194	1.436	0.039	0.002	-0.069
Si	16.183	-2.618	1.739	-0.003	-0.031	-0.039
Si	18.92	0.076	1.467	0.017	0.002	-0.064
Si	21.77	2.688	1.561	0.026	-0.007	-0.069
Si	18.99	5.418	1.262	-0.011	-0.024	-0.034
Si	21.747	-8.179	1.551	0.031	0.017	-0.028
Si	18.93	-5.401	1.519	0.019	-0.011	-0.033
Si	21.722	-2.597	1.328	0.04	0.029	-0.042
Si	24.461	0.011	1.26	0.009	-0.017	0.007
Si	27.191	2.665	1.226	0	-0.015	-0.006
Si	24.454	5.413	1.175	0.009	0.004	-0.02
Si	27.199	8.054	1.09	-0.003	-0.002	-0.006
Si	24.41	10.784	1.19	-0.011	-0.024	-0.052
Si	27.265	-2.993	1.284	-0.034	0.024	-0.026
Si	30.034	-0.187	1.265	0.019	0.024	-0.051
Si	32.776	2.448	1.125	-0.072	0.005	-0.071
Si	30.08	5.366	1.285	0.005	0.022	-0.05
Si	32.622	8.093	1.555	0	0.006	-0.035
Si	29.926	10.66	1.316	-0.008	-0.007	-0.069
Si	32.588	-2.916	1.45	-0.023	-0.021	-0.04
Si	35.305	-0.11	1.713	-0.039	-0.029	-0.032
Si	38.106	2.683	1.779	0.027	0.016	-0.023
Si	35.475	5.181	1.084	-0.024	0.008	-0.071
Si	38.154	8.061	1.241	0.002	0.006	-0.082
Si	35.346	10.865	1.207	0.01	0.006	-0.08
Si	37.951	-2.682	1.147	-0.007	-0.01	-0.094
Si	40.721	0.084	1.365	0.039	-0.02	-0.095
Si	-21.816	2.742	1.319	0.029	-0.013	-0.052
Si	-24.421	5.509	1.497	0.018	0.008	-0.043
Si	-21.812	8.107	1.19	-0.029	0.001	-0.039
Si	-24.491	10.835	1.437	0.002	-0.02	-0.044
Si	-21.67	-2.756	1.534	0.022	-0.006	-0.038
Si	-19.117	-0.024	1.311	-0.008	-0.028	-0.016
Si	-16.246	2.683	1.152	-0.03	0.019	-0.037
Si	-18.955	5.384	1.355	0	0.005	-0.06
Si	-16.212	8.082	1.371	0.004	0.011	-0.069
Si	-19.038	10.854	1.341	-0.02	-0.014	-0.043
Si	-16.224	-2.644	1.3	0.03	0.013	-0.034
Si	-13.529	-0.009	1.207	0.02	-0.015	-0.067
Si	-10.77	2.658	1.521	0.003	-0.003	-0.06
Si	-13.46	5.424	1.227	-0.016	0.016	-0.044
Si	-10.895	8.25	1.507	0.007	-0.003	-0.048
Si	-13.543	10.907	1.203	-0.002	0.013	-0.043
Si	-10.953	-2.73	1.318	-0.026	-0.005	-0.055
Si	-8.111	0.06	1.396	0.023	-0.001	-0.047
Si	-5.48	2.73	1.612	-0.019	-0.001	-0.04
Si	-8.212	5.496	1.517	0.034	-0.041	-0.047
Si	-5.462	8.305	1.527	0.027	0.003	-0.069
Si	-8.219	-5.369	1.354	0.024	-0.022	-0.05
Si	-5.431	-2.65	1.344	-0.02	0.026	-0.038
Si	-2.624	0.077	1.532	0.007	0.041	-0.03
Si	0.002	2.712	1.217	-0.018	0.005	-0.043
Si	-2.804	5.461	1.277	0.017	-0.019	-0.068
Si	0.058	8.132	1.321	0.014	0.009	-0.085
Si	-2.647	-5.337	1.204	-0.003	0.034	-0.055
Si	-0.007	-2.735	1.555	-0.013	-0.017	-0.061
Si	1.268	1.413	2.795	-0.054	0.047	0.016
Si	4.046	4.109	2.854	0.015	-0.017	0.007
Si	1.301	6.826	2.841	-0.002	-0.006	0.042
Si	4.096	9.576	2.864	-0.023	0.007	0.012
Si	1.356	-4.217	2.762	0.056	0.007	0.039
Si	4.205	-1.457	2.861	0.062	-0.05	0.045
Si	6.885	1.492	2.606	-0.029	-0.038	-0.001
Si	9.42	4.113	2.587	-0.037	0.036	-0.009
Si	6.893	6.785	2.779	0.028	-0.045	0.017
Si	9.543	-6.723	2.907	-0.002	0.016	0.034
Si	6.819	-4.001	2.743	-0.053	0.002	-0.002
Si	9.438	-1.319	2.805	0.003	0.031	0.01
Si	12.247	1.402	2.973	0.029	-0.022	0.018
Si	14.785	4.213	2.685	-0.017	0.016	0.032
Si	12.197	6.847	2.66	0.023	-0.011	-0.02
Si	14.9	-6.702	2.728	-0.021	0.015	0.014
Si	12.266	-4.009	2.95	0.002	-0.001	0.041
Si	14.94	-1.183	3.017	-0.021	0.018	0.047
Si	17.561	1.477	2.75	0.004	-0.006	-0.004
Si	20.339	4.114	2.722	-0.023	0.022	0.017
Si	17.662	6.834	2.691	0.004	-0.01	0.019
Si	20.389	-6.738	2.81	-0.031	0.027	0.005
Si	17.561	-4.101	2.907	0.037	-0.009	0.022
Si	20.342	-1.319	2.776	-0.007	0.004	0.02
Si	23.169	1.29	2.794	-0.005	-0.018	0.03
Si	25.838	4.058	2.59	0.004	0.022	0.001
Si	23.14	6.691	2.71	0.009	-0.04	0.034
Si	25.85	9.43	2.536	0.01	0.009	0.012
Si	23.105	12.241	2.575	-0.022	-0.005	0.012
Si	25.864	-1.463	2.524	0.016	0.011	0.027
Si	28.611	1.265	2.536	0.001	-0.005	0.006
Si	31.438	3.915	2.527	0.023	-0.03	0.024
Si	28.566	6.711	2.555	0.007	0.016	0.012
Si	31.237	9.423	2.835	-0.024	0.043	0.029
Si	28.591	12.041	2.688	0.02	0.011	0.019
Si	31.24	-1.523	2.758	-0.012	-0.01	0.027
Si	33.911	1.306	2.849	0.016	0.038	0.046
Si	36.641	4.086	2.844	-0.044	0.024	0.032
Si	34.115	6.597	2.551	0.054	-0.034	0.005
Si	36.736	9.461	2.538	-0.008	0	0.017
Si	34.016	12.087	2.747	0.009	0.01	0.048
Si	36.762	-1.502	2.83	0.024	-0.03	0.03
Si	39.505	1.292	2.954	0.029	-0.004	0.063
Si	-23.024	4.132	2.77	-0.007	-0.021	0.028
Si	-25.83	6.839	2.792	-0.007	0.006	0.029
Si	-23.1	9.437	2.717	0.035	-0.018	0.019
Si	-25.942	12.265	2.583	-0.021	0.052	0.007
Si	-23.153	-1.335	2.672	-0.022	0.031	0.022
Si	-20.493	1.312	2.675	0.022	0.011	0.017
Si	-17.577	4.006	2.662	0.021	-0.022	0.021
Si	-20.386	6.794	2.596	-0.014	0.012	0.005
Si	-17.637	9.478	2.644	0.016	0.019	0.015
Si	-20.308	12.189	2.826	0.01	-0.03	0.045
Si	-17.633	-1.31	2.656	-0.03	-0.007	0.008
Si	-14.916	1.344	2.571	-0.017	-0.008	-0.007
Si	-12.201	4.08	2.7	0.006	0.038	0.009
Si	-14.843	6.725	2.701	0.013	-0.024	0.03
Si	-12.248	9.65	2.75	-0.018	0.003	0.029
Si	-14.921	12.232	2.628	-0.003	-0.016	0.016
Si	-12.262	-1.354	2.695	0.015	0.022	0.049
Si	-9.431	1.333	2.869	0.004	-0.005	0.044
Si	-6.802	4.177	2.877	-0.014	0.003	0.022
Si	-9.586	6.826	2.848	-0.019	0.009	0.032
Si	-6.864	-6.678	2.823	-0.023	0.019	0.047
Si	-9.558	12.298	2.71	0.001	0.009	-0.005
Si	-6.777	-1.328	2.736	0.004	0.009	0.019
Si	-4.08	1.347	2.874	0.01	0.005	0.018
Si	-1.383	4.091	2.653	0.016	-0.015	0.027
Si	-4.082	6.831	2.725	-0.006	-0.018	0.011
Si	-1.321	-6.744	2.609	-0.024	-0.006	-0.006
Si	-4.033	-4.028	2.684	0.018	-0.017	0.019
Si	-1.299	-1.297	2.884	-0.004	-0.015	0.016
Si	0.005	0.068	4.229	0.01	0.003	0.044
Si	2.68	2.73	4.158	-0.006	-0.008	0.005
Si	-0.066	5.433	4.123	-0.005	-0.032	-0.005
Si	2.71	8.183	4.167	-0.021	-0.007	-0.015
Si	-0.022	-5.485	4.134	-0.002	0.003	0.022
Si	2.744	-2.804	4.125	-0.015	0.008	-0.017
Si	5.53	0.071	4.059	-0.01	0.017	-0.029
Si	8.147	2.797	4.081	-0.005	0.007	0.008
Si	5.45	5.484	4.145	0.018	0.016	-0.014
Si	8.174	-8.142	4.179	-0.026	0.017	-0.004
Si	5.453	-5.35	4.152	0.011	0.023	0.005
Si	8.122	-2.671	4.176	0.011	-0.024	0.013
Si	10.821	0.014	4.196	0.012	0	-0.01
Si	13.586	2.842	4.198	0.032	0	0.002
Si	10.818	5.469	3.999	-0.021	-0.032	-0.012
Si	13.551	-8.118	4.059	-0.007	0.025	-0.001
Si	10.903	-5.393	4.257	0.003	-0.01	-0.011
Si	13.574	-2.614	4.279	0.008	-0.004	-0.017
Si	16.341	0.147	4.258	-0.004	0.023	0.017
Si	18.989	2.769	4.092	0.007	-0.007	0.015
Si	16.258	5.497	4.047	-0.005	-0.013	-0.022
Si	19.021	-8.155	4.094	0.011	-0.026	0.001
Si	16.239	-5.467	4.216	0.013	0.01	0.011
Si	19.01	-2.706	4.141	0	0.018	-0.017
Si	21.748	-0.017	4.127	-0.009	0.003	0.005
Si	24.527	2.71	4.041	-0.003	0.015	0.021
Si	21.745	5.409	4.085	0.018	-0.001	0.004
Si	24.519	8.102	3.985	-0.008	0.017	-0.017
Si	21.789	10.943	4.066	-0.001	0.022	0.036
Si	24.494	-2.762	3.957	0.002	0.01	0.004
Si	27.225	-0.085	3.915	-0.011	-0.011	-0.007
Si	29.969	2.637	3.914	0	-0.017	-0.007
Si	27.215	5.385	3.964	-0.022	-0.003	0.006
Si	29.847	8.03	4.056	-0.015	-0.02	-0.002
Si	27.172	10.74	4.007	-0.023	-0.013	0
Si	29.877	-2.863	4.078	0.009	-0.01	0.004
Si	32.571	-0.118	4.117	-0.009	0.004	0.004
Si	35.309	2.673	4.156	0	-0.005	0.018
Si	32.722	5.296	3.961	-0.001	-0.005	-0.014
Si	35.39	8.072	3.932	-0.019	0.007	-0.022
Si	32.632	10.793	4.121	-0.02	0.015	0.011
Si	35.356	-2.853	4.119	0.01	-0.009	-0.009
Si	38.095	-0.105	4.182	-0.003	-0.008	0.024
Si	-24.396	2.748	4.143	0.004	0.006	-0.005
Si	-27.216	5.459	4.114	-0.007	0.026	-0.001
Si	-24.448	8.149	4.134	0.014	0	0.02
Si	-27.223	10.833	3.968	0.014	-0.001	-0.018
Si	-24.532	-2.739	3.987	-0.004	-0.006	-0.002
Si	-21.795	-0.021	4.082	-0.005	0.007	0.007
Si	-19.023	2.67	3.989	-0.012	0.011	-0.02
Si	-21.668	5.472	4.085	-0.005	0.019	0.009
Si	-19.02	8.134	3.994	-0.004	-0.017	0.009
Si	-21.736	10.813	4.079	-0.002	-0.004	-0.001
Si	-18.942	-2.706	4.073	-0.009	0.008	-0.006
Si	-16.277	0.035	4.013	-0.003	-0.001	-0.002
Si	-13.592	2.702	4.007	-0.002	-0.014	0.001
Si	-16.251	5.385	4.046	-0.01	0.007	-0.016
Si	-13.572	8.182	4.06	-0.008	-0.009	-0.011
Si	-16.29	10.872	4.002	-0.002	0.011	-0.002
Si	-13.601	-2.728	4.052	0.005	0	-0.032
Si	-10.875	-0.033	4.109	-0.001	-0.023	-0.013
Si	-8.13	2.754	4.2	0.004	-0.01	-0.015
Si	-10.919	5.435	4.15	0.008	-0.002	0.01
Si	-8.18	8.206	4.151	0.023	-0.014	-0.006
Si	-10.866	10.943	4.121	-0.008	-0.009	-0.003
Si	-8.167	-2.682	4.076	0.002	0.004	-0.003
Si	-5.441	-0.025	4.175	-0.002	-0.003	0.011
Si	-2.702	2.77	4.127	0.029	0.021	-0.017
Si	-5.408	5.52	4.172	-0.003	0.006	0.007
Si	-2.689	8.213	4.027	0.019	0.013	0.007
Si	-5.415	-5.351	4.106	0.001	0.006	-0.016
Si	-2.721	-2.696	4.13	-0.017	0.003	0
Si	1.366	-1.305	16.405	-0.009	0.005	0.002
Si	4.118	1.397	16.364	0.005	-0.001	-0.015
Si	1.34	4.095	16.327	0.001	-0.017	-0.008
Si	4.103	6.875	16.406	0.011	0.012	0.001
Si	1.354	-6.753	16.406	0.009	0.01	0.015
Si	4.115	-3.998	16.364	0.009	0.008	-0.007
Si	6.832	-1.332	16.391	-0.001	0.005	-0.006
Si	9.493	1.389	16.332	0.002	0.004	-0.005
Si	6.8	4.136	16.408	0.007	-0.027	-0.005
Si	9.528	-9.441	16.356	0.004	0	-0.002
Si	6.847	-6.75	16.408	0.001	0.017	0.012
Si	9.563	-4.075	16.426	0	-0.011	-0.002
Si	12.238	-1.401	16.291	-0.021	-0.006	-0.002
Si	14.987	1.406	16.24	0.011	-0.007	-0.009
Si	12.271	4.087	16.31	0.014	0	-0.005
Si	14.996	-9.493	16.332	0.009	-0.001	0.002
Si	12.226	-6.772	16.353	-0.011	-0.012	-0.014
Si	14.955	-4.055	16.292	0.003	-0.015	-0.003
Si	17.694	-1.356	16.186	0	-0.001	-0.04
Si	20.445	1.368	16.253	0.001	-0.001	-0.003
Si	17.736	4.109	16.278	0.012	0.02	-0.016
Si	20.414	-9.559	16.373	-0.011	-0.002	0.002
Si	17.701	-6.872	16.321	-0.024	-0.008	-0.009
Si	20.472	-4.165	16.236	-0.01	0.034	-0.021
Si	23.184	-1.407	16.241	-0.004	-0.003	-0.016
Si	25.881	1.305	16.306	-0.01	0.02	-0.001
Si	23.152	4.062	16.326	0.007	0.011	-0.018
Si	25.859	6.741	16.349	0.02	-0.024	0.007
Si	23.141	9.479	16.318	-0.017	0.003	-0.006
Si	25.868	-4.147	16.332	-0.016	0	0.002
Si	28.568	-1.403	16.287	-0.004	-0.019	0.004
Si	31.336	1.323	16.284	-0.007	0.001	0
Si	28.607	4.041	16.282	0.006	-0.019	-0.015
Si	31.239	6.708	16.272	0.007	-0.016	0.002
Si	28.527	9.466	16.332	-0.013	0.009	0.006
Si	31.295	-4.119	16.283	-0.005	-0.007	-0.009
Si	34.014	-1.356	16.312	0.032	-0.001	0.008
Si	36.751	1.327	16.269	-0.009	0.016	-0.006
Si	34.004	4.06	16.263	0.012	0.003	-0.007
Si	36.718	6.778	16.27	-0.01	0.02	-0.021
Si	33.98	9.522	16.213	-0.001	0.002	-0.018
Si	36.706	-4.067	16.255	0.016	0.012	-0.012
Si	39.445	-1.372	16.316	0.005	0.007	0.007
Si	-23.116	1.365	16.316	0.007	0.009	-0.007
Si	-25.83	4.047	16.281	-0.003	-0.004	-0.006
Si	-23.11	6.8	16.29	0.021	0.004	0.003
Si	-25.854	9.489	16.276	-0.007	-0.006	-0.002
Si	-23.127	-4.109	16.319	-0.003	-0.001	-0.012
Si	-20.434	-1.382	16.257	-0.016	-0.001	-0.014
Si	-17.684	1.345	16.248	0.003	-0.014	-0.015
Si	-20.444	4.076	16.308	0.001	-0.002	-0.005
Si	-17.736	6.794	16.328	0.017	-0.024	0.002
Si	-20.447	9.51	16.348	-0.005	-0.008	0.002
Si	-17.733	-4.083	16.293	-0.003	0.001	0.013
Si	-14.996	-1.357	16.297	0.002	-0.004	-0.004
Si	-12.227	1.412	16.294	-0.005	0.02	-0.006
Si	-14.983	4.115	16.24	-0.005	0	-0.019
Si	-12.244	6.786	16.291	0.011	0.002	-0.013
Si	-15.023	9.509	16.247	-0.005	-0.001	-0.009
Si	-12.256	-4.062	16.323	-0.007	0.012	-0.009
Si	-9.515	-1.356	16.324	0.004	0.005	-0.012
Si	-6.843	1.342	16.412	-0.01	-0.005	0.002
Si	-9.524	4.075	16.411	-0.003	0.011	-0.006
Si	-6.83	6.779	16.461	-0.015	-0.01	0.007
Si	-9.526	9.53	16.374	-0.01	0.005	-0.006
Si	-6.799	-4.092	16.409	-0.013	0.025	0.003
Si	-4.113	-1.371	16.441	0.006	-0.02	0.001
Si	-1.389	1.371	16.413	0.001	0.001	0.002
Si	-4.151	4.092	16.428	-0.008	0.006	-0.004
Si	-1.43	6.84	16.372	0.009	-0.012	-0.006
Si	-4.122	9.511	16.417	-0.006	-0.022	0.008
Si	-1.348	-4.062	16.437	0.01	0.013	0.003
Si	2.783	0.047	17.733	0.021	0.003	-0.005
Si	5.442	2.752	17.762	-0.01	-0.003	0.026
Si	2.7	5.463	17.653	0.017	-0.016	-0.015
Si	5.495	8.232	17.786	-0.021	-0.005	-0.017
Si	2.789	-5.378	17.699	0.011	0	-0.033
Si	5.467	-2.659	17.77	-0.025	-0.024	-0.003
Si	8.189	0.03	17.75	-0.017	-0.003	0.018
Si	10.868	2.751	17.641	-0.001	-0.017	0.019
Si	8.178	5.538	17.718	-0.01	0.013	-0.003
Si	10.878	-8.11	17.756	0.001	0.039	0.017
Si	8.217	-5.431	17.819	0.011	0.001	0.021
Si	10.948	-2.722	17.784	0.031	0	0.005
Si	13.633	-0.007	17.516	0.019	0.006	-0.005
Si	16.333	2.793	17.591	-0.019	-0.003	0.006
Si	13.662	5.425	17.656	-0.019	-0.014	-0.028
Si	16.336	-8.175	17.759	0.009	-0.007	0.046
Si	13.573	-5.38	17.667	0	0.023	-0.024
Si	16.37	-2.691	17.571	0.001	0.023	0.025
Si	19.008	0.027	17.518	-0.001	-0.007	0.001
Si	21.818	2.672	17.662	-0.019	-0.011	-0.03
Si	19.05	5.392	17.753	-0.008	-0.001	0.027
Si	21.806	-8.198	17.707	0.013	-0.008	-0.002
Si	19.114	-5.519	17.596	0.019	0.01	-0.015
Si	21.883	-2.841	17.554	0.023	-0.031	0.01
Si	24.488	-0.049	17.646	-0.003	-0.001	-0.013
Si	27.28	2.67	17.624	-0.013	0.004	-0.002
Si	24.502	5.388	17.736	-0.026	-0.026	0.028
Si	27.193	8.093	17.743	-0.005	0.011	-0.001
Si	24.477	10.829	17.708	0.012	0.028	0.016
Si	27.208	-2.744	17.674	-0.003	0.008	0.013
Si	30.01	-0.092	17.606	0.011	0.01	-0.006
Si	32.646	2.744	17.654	-0.005	-0.002	-0.004
Si	29.952	5.328	17.728	0.029	-0.007	0.014
Si	32.6	8.142	17.499	0.008	0.019	-0.019
Si	29.899	10.871	17.63	0.022	0.019	0.011
Si	32.672	-2.767	17.648	0.006	-0.005	-0.025
Si	35.376	0.041	17.664	-0.02	0.002	0.019
Si	38.113	2.664	17.641	0.004	-0.005	0.003
Si	35.375	5.403	17.619	-0.023	-0.004	0.035
Si	38.046	8.155	17.637	0.013	-0.012	0.021
Si	35.295	10.923	17.573	-0.025	0.006	-0.018
Si	38.072	-2.75	17.65	-0.011	-0.023	0.019
Si	40.797	0.02	17.675	0.009	-0.003	-0.01
Si	-21.759	2.711	17.711	-0.004	-0.002	0.018
Si	-24.447	5.406	17.607	-0.012	-0.007	0.016
Si	-21.817	8.157	17.735	-0.024	0.002	0.002
Si	-24.486	10.812	17.653	-0.003	0.002	-0.01
Si	-21.782	-2.71	17.656	0.029	-0.004	0
Si	-19.033	-0.05	17.573	0.025	0	-0.023
Si	-16.374	2.785	17.56	-0.006	-0.01	0.013
Si	-19.135	5.448	17.694	-0.01	-0.006	0.002
Si	-16.353	8.166	17.647	-0.009	0.012	0.019
Si	-19.089	10.895	17.682	-0.018	0.006	0.006
Si	-16.379	-2.721	17.65	0.008	0.019	-0.011
Si	-13.621	0.061	17.575	0	0.004	-0.006
Si	-10.904	2.724	17.761	-0.023	-0.008	0.004
Si	-13.597	5.409	17.622	-0.003	-0.001	-0.002
Si	-10.91	8.142	17.665	0.001	-0.026	0.008
Si	-13.703	10.895	17.581	-0.003	0.005	-0.016
Si	-10.848	-2.718	17.671	-0.019	-0.013	0.01
Si	-8.218	-0.027	17.767	0.003	-0.013	0.029
Si	-5.493	2.683	17.793	0.011	0.004	-0.009
Si	-8.174	5.386	17.845	-0.004	-0.01	0.038
Si	-5.483	8.166	17.824	0.025	-0.004	-0.011
Si	-8.171	-5.441	17.772	0.014	-0.005	-0.005
Si	-5.459	-2.758	17.821	0.017	-0.001	0.015
Si	-2.752	0.001	17.789	0.009	0.008	-0.014
Si	-0.001	2.756	17.719	0.007	0.032	0.01
Si	-2.823	5.521	17.75	-0.017	0.008	0.003
Si	-0.082	-8.106	17.72	-0.025	0.016	-0.004
Si	-2.742	-5.453	17.754	0.011	0.003	-0.007
Si	0.03	-2.673	17.781	0	-0.024	0.023
Si	1.447	1.442	19.051	0.006	0.015	-0.008
Si	4.03	4.145	19.058	-0.015	0.013	-0.052
Si	1.279	6.784	18.95	0.003	-0.014	-0.031
Si	4.15	-6.673	19.108	0.014	0.028	-0.032
Si	1.51	-3.998	19.073	0.006	0.011	-0.05
Si	4.149	-1.261	19.158	-0.016	0.021	-0.02
Si	6.837	1.399	19.122	-0.011	-0.027	-0.03
Si	9.585	4.192	19.01	0.033	0.004	-0.011
Si	6.846	6.858	19.159	0.021	0.001	0
Si	9.573	-6.785	19.252	0.007	-0.01	-0.026
Si	6.824	-4.032	19.122	0.007	-0.014	-0.022
Si	9.579	-1.331	19.105	-0.007	0.027	-0.008
Si	12.228	1.271	18.85	-0.027	-0.028	-0.035
Si	15.011	4.091	19.055	0.039	0.031	0.014
Si	12.3	-9.538	18.97	-0.006	-0.013	-0.022
Si	14.932	-6.697	19.006	0.016	-0.031	-0.022
Si	12.336	-4.066	19.192	-0.012	-0.005	0.01
Si	15.03	-1.272	18.887	0.01	0.028	-0.03
Si	17.663	1.417	18.896	0.001	-0.029	-0.021
Si	20.471	3.984	19.055	-0.016	0.011	-0.023
Si	17.63	-9.625	19.159	-0.035	-0.015	-0.027
Si	20.431	-6.838	19.046	-0.014	-0.011	-0.003
Si	17.735	-4.127	18.841	-0.001	0.014	-0.024
Si	20.424	-1.432	18.646	-0.022	-0.012	-0.067
Si	23.142	1.288	19.039	0.007	0.026	0.013
Si	25.873	3.931	19.018	0.007	-0.029	-0.017
Si	23.149	-9.535	19.121	0.022	-0.005	-0.013
Si	25.784	9.451	19.099	-0.023	-0.013	-0.003
Si	23.175	-4.108	19.123	-0.03	0.039	-0.028
Si	25.791	-1.416	19.028	-0.003	-0.028	-0.008
Si	28.712	1.314	18.911	0.03	0.042	-0.007
Si	31.323	3.987	19.175	-0.005	-0.037	0.02
Si	28.56	6.669	19.06	-0.023	0.008	-0.005
Si	31.246	9.434	18.894	-0.001	0.007	-0.03
Si	28.634	-4.031	19.034	0.05	-0.017	-0.025
Si	31.361	-1.418	19.025	-0.052	0.019	0.024
Si	34.068	1.508	19.017	0.05	-0.012	-0.036
Si	36.765	4.031	18.97	0	0.002	-0.007
Si	33.928	6.805	18.842	-0.019	0.014	-0.037
Si	36.617	9.577	18.9	0.015	-0.017	-0.02
Si	33.992	-4.102	19.061	0.013	-0.023	0.019
Si	36.721	-1.358	18.99	-0.007	0.02	-0.027
Si	39.469	1.37	19.084	0.004	0.011	-0.004
Si	-23.144	4.087	19.069	-0.005	0.004	-0.009
Si	39.47	6.768	18.92	-0.001	0.002	-0.039
Si	-23.197	9.497	19.133	0.015	-0.016	0.014
Si	39.414	-4.182	18.98	-0.019	0.017	-0.033
Si	42.147	-1.347	19.018	0.002	0.002	-0.003
Si	-20.307	1.299	18.958	-0.016	0.03	-0.028
Si	-17.773	4.04	18.981	-0.014	-0.021	-0.016
Si	-20.477	6.801	19.117	0.016	-0.017	-0.002
Si	-17.718	9.526	19.017	0.004	0.009	-0.027
Si	-20.445	-4.041	19.053	0.012	-0.006	-0.014
Si	-17.733	-1.362	19.013	-0.019	-0.023	0.002
Si	-14.962	1.492	18.87	0.044	0.003	-0.042
Si	-12.293	4.102	19.092	0	0.005	-0.025
Si	-14.957	6.766	18.931	0.005	0.008	-0.024
Si	-12.362	9.523	18.884	-0.006	0.004	-0.037
Si	-15.046	-4.105	18.987	-0.015	-0.023	-0.008
Si	-12.242	-1.291	18.891	0.002	0.057	-0.055
Si	-9.597	1.317	19.146	0.01	-0.017	-0.003
Si	-6.823	3.958	19.252	-0.027	0.006	-0.019
Si	-9.599	6.801	19.104	0.004	0.006	-0.04
Si	-6.855	9.513	19.194	-0.015	-0.007	0.011
Si	-9.528	-4.072	19.112	-0.009	0.022	-0.01
Si	-6.89	-1.417	19.146	-0.011	-0.003	-0.019
Si	-4.157	1.309	19.17	-0.001	-0.009	-0.008
Si	-1.448	4.118	18.993	0.01	-0.037	-0.035
Si	-4.134	6.851	19.246	0.017	0.004	0.005
Si	-1.405	-6.766	19.167	-0.009	-0.023	0
Si	-4.066	-4.147	19.173	-0.02	-0.005	-0.02
Si	-1.377	-1.344	19.143	0.016	-0.003	-0.005
Si	0.117	0.044	20.348	-0.01	-0.013	0.029
Si	2.674	2.873	20.5	-0.032	0.005	0.036
Si	-0.136	5.524	20.327	-0.016	0.024	0.003
Si	2.652	8.184	20.163	0.003	-0.003	0.033
Si	0.073	-5.339	20.327	-0.02	0.004	0.019
Si	2.887	-2.691	20.531	0.026	-0.044	0.046
Si	5.463	0.117	20.587	-0.019	-0.002	0.055
Si	8.246	2.836	20.34	-0.023	0.002	0.034
Si	5.418	5.463	20.406	-0.026	-0.001	0.037
Si	8.219	8.095	20.651	-0.004	0.015	0.016
Si	5.535	-5.377	20.589	-0.045	-0.04	0.019
Si	8.172	-2.622	20.457	-0.022	-0.001	0.071
Si	11.025	-0.02	20.406	0.013	0.007	0.046
Si	13.577	2.614	20.129	0.021	-0.022	0.07
Si	11.023	5.454	20.411	-0.003	-0.004	0.036
Si	13.587	-8.134	20.29	-0.005	0.016	0.015
Si	10.956	-5.368	20.654	-0.025	-0.003	0.064
Si	13.847	-2.633	20.346	-0.004	-0.034	0.071
Si	16.284	0.153	20.279	-0.027	0.011	0.061
Si	19.046	2.603	20.338	0.018	0.01	0.059
Si	16.241	5.333	20.675	0.036	0.017	0.054
Si	19.082	-8.208	20.39	0.008	0.008	0.067
Si	16.36	-5.322	20.291	-0.03	0.015	0.049
Si	19.124	-2.714	20.037	0.026	-0.008	0.051
Si	21.641	-0.169	20.102	0.007	0.005	0.062
Si	24.608	2.503	20.455	0.002	0.01	0.02
Si	21.834	5.333	20.437	0.012	0.002	0.045
Si	24.455	-8.189	20.609	-0.015	0.004	0.041
Si	21.715	-5.451	20.453	0.035	0.011	0.077
Si	24.496	-2.711	20.576	0.013	-0.019	0.069
Si	27.331	-0.054	20.135	-0.005	-0.003	-0.03
Si	30.007	2.459	20.525	0.065	-0.01	0.006
Si	27.201	5.284	20.409	-0.008	-0.003	0.014
Si	29.947	8.07	20.319	0.026	0.011	0.041
Si	27.179	10.909	20.275	-0.01	0.005	0.024
Si	30.078	-2.731	20.513	0.026	-0.053	0.037
Si	32.77	0.009	20.236	0.011	0.014	0.041
Si	35.391	2.881	20.48	-0.042	-0.013	0.023
Si	32.681	5.546	20.373	-0.016	-0.016	0.053
Si	35.227	8.2	20.168	-0.058	0.006	0.042
Si	32.565	10.772	20.285	-0.001	0.003	0.069
Si	35.387	-2.711	20.397	0.002	0.007	0.068
Si	38.073	-0.002	20.38	-0.004	-0.01	0.061
Si	40.791	2.747	20.5	-0.003	-0.01	0.07
Si	38.173	5.373	20.258	0.024	0.008	0.05
Si	40.67	8.084	20.441	0.003	0.011	0.08
Si	37.969	10.835	20.332	0.017	0.038	0.043
Si	40.732	-2.757	20.289	-0.018	0.014	0.028
Si	43.633	-0.024	20.318	-0.007	-0.005	0.024
Si	-18.999	2.596	20.424	0.041	0	0.039
Si	-21.83	5.441	20.513	0.007	0.005	0.052
Si	-19.095	8.202	20.412	-0.002	0.009	0.038
Si	-21.854	10.948	20.436	0.001	0.015	0.05
Si	-19.03	-2.724	20.461	0.019	-0.005	0.043
Si	-16.332	0.138	20.135	-0.043	0.041	0.043
Si	-13.693	2.761	20.412	-0.008	-0.011	0.064
Si	-16.382	5.439	20.213	0.003	0.015	0.042
Si	-13.646	8.169	20.279	0.024	-0.014	0.035
Si	-16.378	10.884	20.422	0	-0.003	0.037
Si	-13.615	-2.671	20.126	0.011	-0.013	0.018
Si	-11.04	-0.003	20.463	-0.001	-0.004	0.051
Si	-8.236	2.532	20.621	0.045	0.005	0.057
Si	-11	5.479	20.489	0.008	0.005	0.07
Si	-8.265	8.152	20.521	0.002	-0.025	0.041
Si	-11.041	-5.477	20.245	-0.018	-0.012	0.038
Si	-8.225	-2.729	20.608	0.01	-0.007	0.024
Si	-5.502	-0.128	20.525	0.027	-0.024	0.06
Si	-2.757	2.741	20.394	0.001	0.036	0.034
Si	-5.452	5.376	20.599	0.016	0.018	-0.005
Si	-2.77	-8.053	20.661	-0.032	-0.007	0.034
Si	-5.473	-5.472	20.574	0.017	0.024	0.046
Si	-2.688	-2.789	20.535	0.025	0	-0.011
Si	1.293	-1.471	21.709	0.144	0.132	-0.625
Si	4.309	1.805	21.818	-0.186	-0.285	-0.706
Si	0.882	3.968	21.68	0.345	0.055	-0.699
Si	4.032	6.975	21.537	-0.041	-0.353	-0.705
Si	1.461	-6.721	21.547	-0.186	-0.057	-0.675
Si	4.564	-3.68	21.951	-0.257	-0.228	-0.721
Si	6.739	-1.387	21.897	0.119	0.208	-0.726
Si	9.932	1.723	21.519	-0.058	-0.095	-0.815
Si	6.645	3.928	21.688	0.177	0.14	-0.716
Si	9.867	6.858	21.877	-0.282	-0.114	-0.621
Si	7.11	-6.568	21.931	-0.323	-0.294	-0.659
Si	9.227	-4.201	21.826	0.373	0.127	-0.739
Si	12.67	-1.176	21.71	-0.182	-0.029	-0.672
Si	14.648	1.224	21.647	0.226	0.026	-0.72
Si	12.216	3.795	21.566	0.079	0.211	-0.691
Si	15.097	-9.149	21.772	-0.238	-0.48	-0.677
Si	12.049	-7.154	21.771	0.023	0.262	-0.709
Si	15.633	-3.498	21.658	-0.121	-0.12	-0.733
Si	17.799	-1.277	21.252	-0.035	0.034	-0.437
Si	20.032	0.814	21.487	-0.03	0.124	-0.675
Si	18	4.097	21.801	-0.482	-0.217	-0.576
Si	20.174	-9.858	21.67	0.272	0.233	-0.721
Si	17.416	-6.994	21.496	0.3	0.086	-0.77
Si	20.497	-3.778	21.593	-0.036	-0.193	-0.648
Si	22.686	-1.569	21.636	0.271	0.023	-0.649
Si	26.282	1.254	21.713	-0.32	-0.059	-0.558
Si	23.514	4.183	21.662	-0.148	-0.098	-0.742
Si	25.68	-9.864	21.8	0.147	0.24	-0.716
Si	23.179	-6.589	21.921	-0.225	-0.316	-0.768
Si	26.279	-3.804	21.734	-0.516	-0.259	-0.636
Si	28.448	-1.462	21.606	0.384	0.18	-0.612
Si	31.584	1.131	21.884	-0.383	-0.096	-0.672
Si	28.342	3.639	21.662	0.119	0.045	-0.696
Si	31.463	7.025	21.797	-0.085	-0.203	-0.648
Si	28.7	9.646	21.463	-0.16	-0.117	-0.713
Si	31.005	-4.559	21.727	0.262	0.42	-0.73
Si	34.331	-1.01	21.613	-0.125	-0.262	-0.778
Si	36.541	1.222	21.672	0.243	0.2	-0.73
Si	34.477	4.767	21.684	-0.021	-0.241	-0.781
Si	36.708	6.834	21.272	0.014	-0.051	-0.492
Si	33.674	9.227	21.623	0.098	0.057	-0.752
Si	36.97	-3.838	21.694	-0.125	-0.11	-0.743
Si	39.202	-1.642	21.635	0.03	0.184	-0.699
Si	42.527	1.562	21.582	-0.232	-0.002	-0.765
Si	39.603	4.334	21.855	-0.109	-0.236	-0.734
Si	41.804	6.568	21.857	0.221	0.098	-0.752
Si	38.838	9.06	21.592	0.145	0.015	-0.765
Si	42.25	-3.76	21.747	-0.195	-0.377	-0.607
Si	44.654	-1.609	21.769	0.319	0.32	-0.594
Si	-17.281	1.544	21.756	-0.309	-0.104	-0.68
Si	-20.599	3.767	21.654	0.095	0.239	-0.739
Si	-17.458	6.985	21.568	-0.255	-0.078	-0.709
Si	-20.228	9.841	21.682	-0.038	-0.144	-0.706
Si	-17.933	-4.331	21.809	0.163	0.188	-0.736
Si	-14.816	-1.098	21.303	0.088	-0.012	-0.677
Si	-12.704	1.1	21.757	0.209	0.124	-0.721
Si	-15.295	3.971	21.642	0.228	0.015	-0.711
Si	-12.148	7.158	21.757	-0.061	-0.263	-0.685
Si	-15.238	9.224	21.609	0.098	0.192	-0.682
Si	-12.168	-3.855	21.478	-0.089	-0.154	-0.676
Si	-9.965	-1.614	21.79	0.32	0.246	-0.672
Si	-6.869	1.072	22.014	-0.25	-0.039	-0.755
Si	-9.443	4.225	21.728	-0.228	-0.186	-0.738
Si	-7.186	6.455	21.774	0.28	0.286	-0.768
Si	-9.951	9.362	21.655	0.172	-0.044	-0.668
Si	-6.624	-3.93	21.911	-0.25	-0.084	-0.689
Si	-4.359	-1.757	21.81	0.075	0.147	-0.75
Si	-1.114	1.579	21.561	-0.101	-0.063	-0.676
Si	-3.734	4.301	21.868	-0.361	-0.216	-0.734
Si	-1.57	6.626	21.841	0.175	0.32	-0.673
Si	-4.151	-6.708	22.104	0.086	-0.111	-0.733
Si	-0.893	-3.758	21.745	-0.29	-0.158	-0.693
Si	3.042	2.646	24.333	-0.042	-0.044	-0.106
Si	8.386	5.105	24.07	0.12	-0.064	-0.117
Si	1.384	6.948	26.185	0.047	0.076	-0.134
Si	5.27	-7.752	23.751	0.069	0.051	0.144
Si	3.194	-5.528	23.717	0.033	0.04	0.055
Si	4.024	-1.501	-6.737	0.01	-0.032	-0.034
Si	10.299	-1.27	-4.418	-0.023	-0.11	-0.1
Si	15.953	4.591	25.932	-0.038	-0.085	0.024
Si	13.546	-8.033	24.105	0.139	-0.033	-0.137
Si	9.605	5.819	-5.084	-0.099	0.093	0.02
Si	9.401	-3.433	24.869	0.058	-0.039	-0.098
Si	10.904	-0.216	25.83	-0.032	0.019	-0.095
Si	14.161	3.289	23.803	-0.003	-0.016	-0.174
Si	23.698	2.722	24.283	-0.032	-0.077	-0.106
Si	15.161	-3.501	24.692	0.058	0.076	-0.083
Si	20.154	7.356	-6.55	-0.014	0.023	-0.072
Si	12.153	1.286	-6.958	0.05	-0.032	-0.022
Si	20.192	-1.04	25.796	-0.011	-0.051	0.094
Si	27.309	5.552	-2.316	-0.131	0.083	-0.076
Si	20.582	6.167	24.621	-0.076	-0.08	-0.028
Si	19.533	-4.64	-4.592	0.006	0.039	0.047
Si	25.181	-5.432	23.755	0.123	0.093	0.041
Si	19.01	-2.186	-3.35	-0.048	0.065	0.011
Si	21.886	0.427	23.695	0.118	0.01	-0.008
Si	27.939	3.551	-6.947	0.028	-0.025	-0.088
Si	26.492	2.225	25.183	-0.016	0.006	-0.037
Si	27.246	7.638	-6.47	-0.024	0.163	0.024
Si	32.345	-3.808	24.473	0.071	0.029	-0.014
Si	23.204	5.249	25.978	-0.053	0.005	0.001
Si	32.425	-0.892	24.018	-0.111	0.096	-0.222
Si	30.083	5.082	23.888	0.047	0.126	-0.069
Si	-25.884	-7.019	24.508	-0.08	-0.007	0.02
Si	26.99	-7.96	23.796	-0.068	0.057	-0.105
Si	32.554	1.385	-5.099	-0.073	-0.013	0.055
Si	29.361	6.238	-4.587	-0.046	-0.157	0.07
Si	-32.536	-1.394	-6.329	0.076	0.062	-0.087
Si	-26.831	2.327	23.832	0.025	0.064	0.018
Si	-27.71	4.009	-4.021	0.029	0.072	0.099
Si	-29.008	4.197	-6.781	-0.078	0.096	-0.07
Si	-29.113	0.432	-3.958	-0.074	-0.064	-0.042
Si	-30.594	-2.259	-4.413	0.074	-0.057	0.012
Si	-26.754	-0.971	-2.812	0.023	0.027	0.164
Si	-23.032	1.872	-2.82	0.016	0.003	0.005
Si	-17.161	0.149	24.637	0.094	-0.051	-0.15
Si	-31.108	2.79	-3.297	-0.032	0.034	0.076
Si	-26.445	6.856	25.935	0.065	-0.005	-0.002
Si	-28.563	7.804	-5.309	0.013	0.128	0.016
Si	-27.186	0.456	-6.46	-0.004	-0.106	-0.102
Si	-15.279	0.512	-6.806	-0.024	-0.102	-0.033
Si	-16.244	-2.603	23.682	-0.013	0.029	-0.048
Si	-21.478	7.894	23.718	-0.075	-0.011	-0.009
Si	-20.152	-7.44	26.156	-0.002	-0.005	-0.03
Si	-18.261	-2.21	-4.064	-0.028	0.139	0.068
Si	-14.002	-1.977	-5.394	-0.029	0.146	-0.136
Si	-9.024	1.996	-4.178	0.073	-0.075	-0.066
Si	-13.668	5.48	23.856	-0.051	0.139	-0.111
Si	-10.981	4.097	24.415	0.098	0.094	0.073
Si	-14.838	-6.892	24.591	0.091	-0.041	-0.1
Si	-13.346	-3.569	24.158	-0.032	-0.015	-0.15
Si	-5.557	-0.065	-1.813	0.116	0.047	-0.001
Si	-5.451	2.533	-6.576	0.053	-0.032	0.137
Si	0.983	-7.347	-3.039	0.07	-0.007	0.128
Si	-7.854	4.311	-5.417	0.079	0.097	0.043
Si	-5.579	7.538	24.11	0.143	0.07	0.008
Si	-9.609	0.165	-6.39	0.086	-0.015	-0.061
Si	-8.543	-5.263	23.962	0.135	-0.003	-0.049
Si	-1.933	-4.856	-6.656	0.049	0.081	-0.012
Si	3.612	1.316	-5.985	-0.068	0.003	0.032
Si	-3.728	6.041	25.874	-0.179	0.059	-0.069
Si	2.07	-1.108	24.661	-0.028	-0.049	-0.093
Si	-12.356	-5.89	25.975	-0.026	-0.057	-0.07
Si	-2.075	-5.406	24.034	-0.016	-0.116	-0.11
Si	0.218	2.873	25.564	0.13	-0.034	-0.105
Si	6.214	0.382	-2.692	0.114	-0.08	0.156
Si	-2.605	6.831	-2.675	0.092	-0.041	0.028
Si	7.288	7.643	-5.359	0.033	-0.115	0.017
Si	-2.526	-2.1	-5.212	-0.082	-0.086	0.038
Si	3.64	-2.763	-4.031	-0.022	0.054	-0.064
Si	8.455	0.326	23.95	-0.091	-0.059	-0.04
Si	14.343	3.759	-4.585	-0.055	-0.089	-0.082
Si	2.2	3.859	-2.991	-0.079	0.062	0.18
Si	11.474	8.172	26.028	0.065	-0.036	-0.046
Si	4.711	-7.595	-4.14	0.013	0.129	-0.013
Si	12.285	-2.339	24.584	0.069	-0.088	-0.239
Si	11.37	3.41	-4.827	0.041	0.068	0.113
Si	13.642	-7.827	-2.118	0.046	0.022	0.088
Si	8.097	2.689	25.747	0.111	0.039	-0.099
Si	10.663	-5.91	-4.024	0.056	-0.037	-0.026
Si	19.471	0.918	-6.426	0.084	0.051	-0.081
Si	17.207	-4.963	26.181	0.013	-0.07	-0.125
Si	15.062	1.251	-2.928	0.063	0.179	0.081
Si	18.006	0.785	-3.914	0.068	-0.007	0.173
Si	18.317	-6.668	-2.775	-0.005	0.014	0.134
Si	18.651	3.632	24.767	-0.086	0.017	-0.114
Si	16.804	-2.972	-6.929	0.024	0.008	-0.067
Si	24.721	1.255	-5.25	0.048	0.141	0.04
Si	17.612	-8.108	-5.226	0.051	0.019	0.024
Si	21.897	2.584	-5.111	-0.087	0.063	0.052
Si	21.559	-6.398	24.521	0.066	0.107	-0.015
Si	22.058	6.81	-4.339	-0.098	-0.018	0.103
Si	21.089	-4.748	-6.987	0.009	-0.047	-0.153
Si	29.809	1.904	-2.051	0.08	-0.04	0.072
Si	26.09	3.968	-4.579	0.042	-0.041	-0.084
Si	-31.516	4.989	-5.637	-0.025	-0.003	0.067
Si	24.553	6.136	-5.747	0.071	-0.127	-0.094
Si	32.335	-5.853	-5.941	-0.002	-0.005	-0.013
Si	26.619	-5.765	-5.48	-0.005	0.127	0.059
Si	31.884	-3.339	-4.457	0.094	-0.03	0.057
Si	-24.525	0.232	23.586	-0.057	-0.097	-0.043
Si	-32.576	3.431	23.644	-0.095	0.033	-0.167
Si	-30.292	-5.101	23.746	-0.065	0.089	-0.166
Si	-24.551	-6.474	-6.933	-0.085	0.062	-0.004
Si	29.887	-3.282	-2.214	-0.036	-0.023	0.149
Si	-30.965	3.551	26.007	0.01	0.11	-0.095
Si	-24.43	-1.351	-4.555	0.104	-0.106	0.054
Si	-25.548	2.25	-4.516	-0.038	0.079	0.019
Si	-23.686	-7.116	-4.253	-0.036	0.04	0.078
Si	-23.528	-3.382	-2.429	0.044	-0.109	0.059
Si	-24.948	-1.103	26.049	-0.1	-0.038	-0.055
Si	-23.044	6.47	-3.131	-0.111	-0.031	0.162
Si	-19.285	5.659	23.602	0.052	-0.007	-0.113
Si	-18.814	5.431	-6.879	0.022	0.163	-0.09
Si	-25.248	5.129	-5.016	-0.012	-0.013	0.042
Si	-15.347	6.907	25.935	0.001	0.062	-0.003
Si	-15.989	-4.146	-4.622	-0.06	-0.024	-0.025
Si	-19.334	-4.629	25.86	-0.037	-0.006	-0.066
Si	-14.099	3.987	-3.229	-0.062	0.004	0.227
Si	-12.94	-7.413	-4.273	-0.035	-0.011	0.031
Si	-7.222	6.56	-2.426	0.016	-0.073	0.024
Si	-12.206	1.604	24.825	-0.15	-0.119	-0.15
Si	-11.921	-1.479	25.411	0.003	0	-0.089
Si	-9.133	-2.88	25.787	0.053	-0.025	0.001
Si	-4.819	2.395	23.927	0.067	-0.01	-0.116
Si	-8.716	-0.886	-4.023	0.052	0.116	-0.012
Si	-16.279	2.206	-4.426	0.021	-0.12	0.1
Si	-8.528	-0.464	24.267	0.038	-0.037	-0.096
Si	-10.277	5.695	-1.995	-0.027	0.143	0.219
Si	-6.565	-7.205	-4.148	-0.028	-0.057	0.094
Si	-0.678	0.019	25.825	0.044	-0.014	-0.09
Si	-1.497	4.42	-6.809	-0.023	-0.028	-0.031
Si	-1.384	-5.751	-3.953	0.099	0.123	0.096
Si	1.607	-3.996	25.718	-0.146	-0.068	0.045
Si	-0.261	-7.933	23.961	-0.069	-0.022	-0.064
Si	-2.783	0.033	23.785	-0.011	0.063	-0.13
Si	-0.801	-3.034	-3.033	0.024	-0.004	0.199
Si	-1.567	1.478	-3.081	-0.001	-0.026	0.091
Si	0.86	1.856	-4.775	0.079	-0.084	0.061
Si	2.857	-5.583	-4.914	0.018	0.005	-0.14
Si	5.296	-5.667	-2.033	-0.099	0.063	0.144
Si	6.453	-3.611	-3.949	-0.046	-0.04	0.084
Si	3.292	1.285	-2.297	0.009	-0.025	0.069
Si	1.531	-1.12	-2.498	-0.049	-0.06	-0.039
Si	5.742	3.42	-5.65	0.113	0.055	0.085
Si	6.414	6.755	25.862	-0.083	-0.15	-0.073
Si	9.234	-3.489	-2.756	-0.024	-0.036	0.109
Si	9.385	-6.712	-6.669	-0.016	-0.007	-0.01
Si	7.806	-0.084	-5.207	-0.039	0.074	-0.025
Si	10.21	2.93	-2.184	0.069	0.033	0.199
Si	7.202	3.294	-2.773	-0.049	-0.07	-0.067
Si	18.956	-5.527	23.66	0.063	0.066	-0.135
Si	13.601	-8.002	-6.337	-0.074	-0.043	-0.164
Si	6.809	-2.725	-6.703	-0.049	-0.038	0.046
Si	13.104	-0.406	-4.687	0.141	-0.051	-0.063
Si	13.7	-5.728	-4.31	-0.006	0.016	0.116
Si	10.927	7.516	-2.824	-0.062	0.081	0.227
Si	15.613	6.121	-5.623	-0.052	-0.114	-0.091
Si	14.89	-2.755	-4.584	0.046	-0.158	0.042
Si	16.391	-2.548	-1.966	0.021	-0.031	0.215
Si	19.046	3.012	-1.992	-0.032	0.014	0.098
Si	25.743	-1.373	-4.143	0.027	-0.06	-0.013
Si	21.196	-7.788	-2.1	0.003	-0.153	0.165
Si	21.204	-3.794	-2.406	-0.018	0.151	-0.015
Si	24.061	-5.022	-6.723	0.12	-0.044	-0.011
Si	26.234	-3.053	-6.734	0.055	-0.065	-0.06
Si	21.578	4.247	-2.636	-0.041	-0.094	-0.01
Si	30.03	3.117	-4.992	-0.032	0.026	0.043
Si	32.154	7.593	-4.715	0.017	-0.038	0.001
Si	27.613	-5.426	-2.431	0	-0.096	0.031
Si	23.966	-2.613	-2.036	-0.019	0.088	-0.008
Si	27.193	0.141	-1.943	-0.145	0.077	-0.029
Si	27.336	-0.315	24.001	-0.121	-0.064	-0.163
Si	-29.192	6.156	-2.678	0.044	-0.052	0.064
Si	-30.071	-6.325	-6.574	0.055	0.089	0.063
Si	-31.84	7.377	-1.983	-0.074	0.078	0.179
Si	-27.338	-6.323	-6.399	0.044	0.072	-0.075
Si	-25.817	-5.56	-2.805	-0.071	0.048	0.19
Si	-28.227	-3.767	-3.088	-0.167	-0.019	-0.009
Si	-18.795	3.994	-4.127	0.2	0.039	0.01
Si	-21.833	-0.031	-4.731	0.018	0.026	0.004
Si	-21.109	-6.245	-4.958	0	-0.075	-0.06
Si	-20.556	-2.109	24.71	0.041	0.053	-0.115
Si	-20.902	-2.326	-2.782	-0.048	0.028	0.157
Si	-19.772	-0.909	-6.547	0.006	-0.071	-0.009
Si	-16.524	-0.107	-2.345	-0.009	0.009	0.098
Si	-21.307	4.292	-2.695	0.021	-0.04	0.015
Si	-23.446	-3.288	24.739	-0.011	0.006	-0.131
Si	-19.265	-7.132	-2.75	-0.033	-0.009	0.089
Si	-16.517	-5.691	-2.071	-0.093	0.053	0.191
Si	-11.906	1.904	-2.893	0.125	-0.04	0.168
Si	-15.774	7.842	-4.852	-0.032	0.066	-0.14
Si	-17.95	6.713	-2.913	-0.063	-0.079	0.043
Si	-16.788	-6.132	-6.628	-0.085	-0.184	0.053
Si	-10.443	5.378	-6.795	0.037	0.144	0.007
Si	-11.589	-0.654	-4.34	0.148	0.093	-0.091
Si	-7.666	-2.293	-1.815	-0.02	-0.096	0.07
Si	-12.142	5.91	-4.351	-0.065	-0.006	0.074
Si	-4.214	0.32	-4.529	0.071	0.005	-0.032
Si	-9.487	-6.932	26.126	0.013	-0.021	-0.038
Si	-6.282	6.839	-6.178	0.038	-0.143	-0.076
Si	-9.16	-5.7	-4.967	-0.089	-0.009	-0.047
Si	-2.436	4.178	-3.952	-0.057	0.106	0.017
Si	2.491	5.388	23.738	-0.057	0.011	-0.04
Si	-11.07	-5.7	-2.429	0.075	0.041	0.15
Si	-3.783	-6.863	-2.886	-0.043	-0.028	0.085
Si	2.374	6.677	-4.329	-0.204	0.035	-0.014
Si	-4.855	4.922	-2.509	0.039	-0.083	-0.044
Si	1.4	-1.365	5.474	0.02	0.005	-0.01
Si	4.089	1.358	5.453	0.015	-0.008	0.001
Si	1.328	4.112	5.5	-0.008	0.001	0.008
Si	4.085	6.836	5.51	0.006	0.002	0.009
Si	1.341	9.519	5.526	0.012	0.001	0.003
Si	4.08	-4.071	5.555	-0.012	0	0.008
Si	6.798	-1.28	5.514	-0.02	0.011	-0.002
Si	9.485	1.438	5.488	-0.011	-0.007	-0.006
Si	6.781	4.101	5.49	-0.017	-0.006	0.012
Si	9.531	6.801	5.483	0.007	-0.011	-0.012
Si	6.787	-6.763	5.492	-0.001	0.004	0.014
Si	9.495	-4.027	5.538	0.007	0.027	0.009
Si	12.17	-1.307	5.594	-0.001	0.022	0.028
Si	14.942	1.48	5.562	-0.003	0.001	0.016
Si	12.165	4.171	5.473	-0.017	0.012	-0.007
Si	14.932	6.86	5.432	-0.002	0.006	-0.003
Si	12.243	-6.807	5.53	0.015	-0.008	0.005
Si	14.933	-4.045	5.555	-0.004	-0.003	0.003
Si	17.692	-1.314	5.513	0.009	-0.004	0.001
Si	20.38	1.383	5.436	-0.011	-0.006	0.006
Si	17.623	4.129	5.437	-0.003	0.002	-0.013
Si	20.404	6.804	5.43	-0.013	0.007	-0.001
Si	17.663	-6.822	5.489	0.004	-0.006	0.013
Si	20.415	12.259	5.457	-0.011	-0.013	0.004
Si	23.144	-1.418	5.394	-0.007	-0.01	-0.011
Si	25.9	1.301	5.334	-0.001	-0.003	-0.014
Si	23.126	4.034	5.407	-0.01	0	0.004
Si	25.869	6.748	5.359	0.005	-0.005	-0.004
Si	23.154	9.5	5.352	-0.004	-0.01	-0.004
Si	25.834	12.175	5.338	0.005	0.013	0.001
Si	28.524	-1.435	5.365	-0.005	0.009	-0.004
Si	31.226	1.291	5.407	0	0.01	-0.013
Si	28.6	4.008	5.299	0.014	-0.01	-0.009
Si	31.299	6.667	5.321	0.023	-0.004	-0.013
Si	28.525	9.417	5.411	-0.004	0.007	0.004
Si	31.277	12.166	5.45	0.012	0.003	0.01
Si	33.996	-1.444	5.433	0.009	0.002	0.019
Si	36.71	1.3	5.454	-0.002	0.005	0.032
Si	33.978	4.032	5.482	0.015	0.01	0.014
Si	-28.565	6.818	5.434	-0.003	0.004	0.002
Si	34.017	9.388	5.374	0.011	-0.024	0
Si	-28.557	12.118	5.437	0.005	-0.004	-0.002
Si	-25.811	-1.445	5.485	0.009	0.001	0.009
Si	-23.079	1.354	5.482	-0.001	0.006	0.014
Si	-25.833	4.077	5.438	-0.006	-0.016	0.02
Si	-23.079	6.776	5.45	-0.002	-0.002	0.015
Si	-25.844	9.535	5.401	-0.008	0.011	0.01
Si	-23.137	12.216	5.358	-0.015	0.008	-0.007
Si	-20.379	-1.378	5.396	0	0	0
Si	-17.664	1.349	5.39	0	0.005	-0.002
Si	-20.329	4.06	5.398	0.014	-0.011	0.005
Si	-17.65	6.77	5.363	0.003	0.005	0.001
Si	-20.359	9.472	5.415	0.003	-0.002	0.004
Si	-17.615	12.23	5.415	-0.001	0.005	0.007
Si	-14.954	-1.353	5.397	-0.015	-0.006	0.007
Si	-12.238	1.364	5.418	0.001	0.017	0.001
Si	-14.926	4.042	5.425	0	0.005	0.004
Si	-12.249	6.831	5.472	-0.016	-0.001	0.004
Si	-14.957	9.519	5.405	-0.002	0.008	0.005
Si	-12.239	12.28	5.461	0.012	0.01	0.006
Si	-9.515	-1.362	5.482	0.005	0.002	0.008
Si	-6.774	1.372	5.523	0.006	0.001	0.013
Si	-9.531	4.099	5.507	0.002	0.011	0.016
Si	-6.794	6.863	5.504	-0.018	-0.007	0.011
Si	-9.534	9.563	5.493	-0.002	0.003	0.001
Si	-6.796	12.297	5.466	-0.002	0.021	0
Si	-4.077	-1.367	5.525	0	-0.005	0.005
Si	-1.382	1.416	5.541	-0.014	-0.002	0.017
Si	-4.059	4.124	5.5	0.001	-0.011	0.011
Si	-1.39	6.838	5.464	-0.001	0.001	0.003
Si	-4.062	-6.764	5.431	0.011	-0.012	-0.007
Si	-1.358	-4.071	5.473	0.006	0.001	0.021
Si	2.741	0.004	6.845	0.022	-0.016	-0.004
Si	5.413	2.742	6.842	0.001	-0.006	-0.005
Si	2.704	5.471	6.854	0.004	-0.007	-0.005
Si	5.426	-8.112	6.868	-0.019	0.008	-0.005
Si	2.703	-5.432	6.885	0	-0.01	0.002
Si	5.426	-2.656	6.868	-0.015	0.014	-0.006
Si	8.148	0.07	6.873	0.01	-0.007	-0.003
Si	10.851	2.783	6.851	0.007	-0.003	-0.003
Si	8.148	5.462	6.846	-0.002	-0.002	-0.007
Si	10.87	-8.16	6.868	0.013	-0.005	-0.001
Si	8.138	-5.41	6.869	0.004	-0.002	-0.01
Si	10.835	-2.687	6.925	0.002	0.005	0.003
Si	13.575	0.073	6.879	0	0.013	-0.008
Si	16.328	2.798	6.886	-0.017	-0.009	0.005
Si	13.566	5.51	6.812	-0.008	-0.002	-0.007
Si	16.3	-8.159	6.841	0.023	0.006	0.002
Si	13.585	-5.427	6.886	-0.007	-0.002	-0.006
Si	16.327	-2.685	6.863	0.011	0.008	-0.001
Si	19.066	0.027	6.845	0.001	-0.001	0.002
Si	21.769	2.706	6.788	0	0.001	0.005
Si	19.031	5.453	6.786	0.002	0.008	0.007
Si	21.786	8.164	6.751	-0.004	-0.005	0.01
Si	19.05	10.88	6.8	0.007	0.007	0
Si	21.791	-2.73	6.807	-0.008	0	0.006
Si	24.515	-0.034	6.722	0	0.001	-0.002
Si	27.245	2.663	6.703	-0.001	-0.007	-0.002
Si	24.495	5.41	6.734	-0.005	0	0.006
Si	27.187	8.08	6.778	0.001	0.001	0.013
Si	24.492	10.839	6.743	0.007	-0.001	-0.003
Si	27.177	-2.787	6.73	0.004	-0.003	0.007
Si	29.875	-0.072	6.753	-0.003	0	-0.003
Si	32.6	2.647	6.78	0.005	-0.002	-0.006
Si	29.936	5.346	6.715	-0.012	-0.002	-0.01
Si	32.632	8.048	6.72	-0.003	0.004	-0.001
Si	29.901	10.789	6.759	-0.004	0.009	-0.001
Si	32.633	-2.785	6.796	-0.014	0.001	-0.005
Si	35.346	-0.067	6.791	0.003	-0.002	-0.005
Si	-27.192	2.685	6.776	-0.006	0	-0.005
Si	-29.922	5.426	6.783	-0.006	0	-0.001
Si	-27.193	8.165	6.78	-0.002	0.011	-0.007
Si	-29.928	10.764	6.772	-0.001	0	-0.007
Si	-27.2	-2.813	6.794	0.009	-0.004	-0.001
Si	-24.458	-0.035	6.801	-0.011	0.01	-0.006
Si	-21.7	2.72	6.791	0.001	-0.003	-0.006
Si	-24.46	5.421	6.795	0.002	0.015	-0.004
Si	-21.725	8.14	6.794	0	-0.007	0.005
Si	-24.481	10.88	6.763	-0.007	-0.003	-0.005
Si	-21.759	-2.748	6.732	0.006	-0.002	-0.006
Si	-19.022	-0.013	6.76	0.001	0.003	-0.006
Si	-16.312	2.703	6.774	-0.003	0.002	-0.002
Si	-18.991	5.425	6.764	-0.001	-0.01	-0.003
Si	-16.321	8.151	6.753	-0.006	-0.002	0.001
Si	-19.008	10.866	6.753	0.002	0.003	0
Si	-16.287	-2.718	6.784	0.001	-0.004	0
Si	-13.594	-0.001	6.779	-0.002	-0.004	-0.011
Si	-10.895	2.717	6.825	-0.004	-0.003	-0.004
Si	-13.603	5.437	6.799	-0.002	0.005	-0.002
Si	-10.881	8.18	6.837	0.004	-0.008	-0.002
Si	-13.598	10.881	6.784	0.004	-0.002	-0.007
Si	-10.872	-2.713	6.842	0.002	0	-0.001
Si	-8.16	0.009	6.849	-0.004	-0.005	-0.008
Si	-5.413	2.744	6.859	0.008	-0.004	0.005
Si	-8.154	5.47	6.843	0.005	-0.001	0
Si	-5.417	8.215	6.839	-0.001	-0.005	0.001
Si	-8.147	10.917	6.83	0.009	-0.015	-0.006
Si	-5.451	-2.703	6.876	0	0.007	-0.003
Si	-2.731	0.024	6.872	-0.002	0.011	0.007
Si	-0.009	2.761	6.889	0.001	0	-0.001
Si	-2.725	5.49	6.865	0.001	0.006	-0.002
Si	-0.021	8.161	6.867	0.011	-0.005	-0.007
Si	-2.719	-5.424	6.839	-0.008	0.009	-0.008
Si	0.008	-2.703	6.835	-0.004	-0.004	-0.002
Si	1.365	1.376	8.208	-0.002	0.007	-0.011
Si	4.06	4.107	8.212	-0.007	-0.007	-0.006
Si	1.347	6.82	8.233	-0.004	0.005	-0.001
Si	4.063	-6.777	8.245	-0.009	-0.004	0.007
Si	1.348	-4.055	8.228	0.017	0.004	-0.01
Si	4.071	-1.328	8.247	-0.005	0.013	0.013
Si	6.77	1.405	8.228	-0.01	-0.014	-0.002
Si	9.495	4.118	8.227	0.003	-0.007	0
Si	6.79	6.833	8.208	0.006	0.003	-0.005
Si	9.503	-6.781	8.21	-0.005	-0.004	-0.001
Si	6.779	-4.037	8.219	0.006	0.002	-0.014
Si	9.485	-1.3	8.244	0.007	0.012	0.001
Si	12.211	1.426	8.221	0.006	-0.004	0.001
Si	14.93	4.15	8.194	0.011	-0.001	-0.001
Si	12.234	6.827	8.227	0.013	0.007	0.002
Si	14.966	-6.786	8.211	-0.008	0.006	-0.005
Si	12.218	-4.068	8.234	-0.012	-0.015	-0.005
Si	14.949	-1.321	8.203	-0.012	-0.008	-0.013
Si	17.691	1.385	8.194	0.012	0.001	-0.005
Si	20.405	4.078	8.133	-0.001	-0.021	-0.009
Si	17.682	6.801	8.171	-0.013	-0.004	-0.001
Si	20.423	9.51	8.135	-0.007	0.009	-0.001
Si	17.703	-4.072	8.177	0.002	0.008	-0.007
Si	20.438	-1.358	8.167	0.006	0.014	0
Si	23.154	1.325	8.107	-0.021	-0.01	-0.01
Si	25.869	4.03	8.072	-0.001	0.002	-0.015
Si	23.14	6.778	8.101	0.01	0.011	-0.007
Si	25.84	9.472	8.116	-0.002	0.001	-0.002
Si	23.143	-4.123	8.133	-0.01	-0.002	-0.001
Si	25.845	-1.407	8.104	-0.001	-0.013	-0.01
Si	28.552	1.308	8.118	0.007	-0.007	0.004
Si	31.26	4.014	8.133	-0.005	-0.01	0.001
Si	28.578	6.718	8.094	0.007	0.016	-0.004
Si	31.281	9.43	8.095	-0.001	-0.005	-0.005
Si	28.552	-4.138	8.098	0.003	0.004	-0.005
Si	31.263	-1.41	8.12	0.025	0.007	-0.001
Si	33.986	1.306	8.13	-0.003	-0.005	0.005
Si	-28.554	4.054	8.123	0.01	0.009	0.002
Si	33.985	6.751	8.143	0	-0.006	0.001
Si	-28.56	9.472	8.167	0.006	-0.001	0.005
Si	33.999	-4.163	8.123	-0.002	0.003	-0.006
Si	-28.561	-1.426	8.132	-0.004	0.008	0
Si	-25.835	1.324	8.137	-0.003	-0.002	0.007
Si	-23.097	4.057	8.141	-0.004	-0.01	-0.003
Si	-25.83	6.79	8.131	0.002	0.002	0
Si	-23.112	9.51	8.116	0.005	0.008	-0.007
Si	-25.83	-4.124	8.164	-0.002	-0.004	0.002
Si	-23.091	-1.393	8.136	0.003	0.007	-0.009
Si	-20.362	1.346	8.144	0.015	0.018	0.001
Si	-17.652	4.072	8.142	0.006	0.006	0.004
Si	-20.37	6.77	8.133	-0.004	0	-0.007
Si	-17.668	9.508	8.129	0	-0.006	-0.006
Si	-20.394	-4.1	8.103	-0.012	-0.01	0.002
Si	-17.673	-1.372	8.132	-0.006	-0.008	-0.001
Si	-14.957	1.349	8.145	-0.007	-0.005	-0.007
Si	-12.243	4.091	8.175	-0.001	0.007	-0.004
Si	-14.967	6.803	8.143	-0.006	-0.02	-0.001
Si	-12.247	9.538	8.177	-0.01	0.003	-0.001
Si	-14.942	-4.077	8.153	0.004	0.014	-0.004
Si	-12.237	-1.342	8.172	0.013	0.003	0
Si	-9.524	1.372	8.193	-0.002	-0.007	0.002
Si	-6.794	4.103	8.201	-0.005	0.002	-0.006
Si	-9.516	6.825	8.197	0.005	0.007	0.001
Si	-6.789	9.558	8.2	0.006	0.011	0.001
Si	-9.512	-4.067	8.205	-0.004	0.011	-0.001
Si	-6.804	-1.34	8.228	0.005	0.002	0.004
Si	-4.078	1.382	8.238	0	-0.008	0.001
Si	-1.37	4.126	8.239	0.014	0.002	-0.003
Si	-4.088	6.84	8.222	0.005	-0.012	0.003
Si	-1.371	-6.78	8.221	-0.002	-0.013	-0.008
Si	-4.079	-4.07	8.215	-0.018	-0.008	0.001
Si	-1.352	-1.34	8.208	0	-0.001	-0.012
Si	-0.001	0.023	9.578	0.008	-0.011	-0.003
Si	2.703	2.75	9.58	0.01	-0.012	-0.004
Si	-0.011	5.473	9.607	0.007	-0.006	-0.005
Si	2.701	-8.135	9.598	0	-0.005	0
Si	-0.012	-5.416	9.587	0.003	0.008	-0.01
Si	2.707	-2.696	9.594	-0.003	0.007	0.001
Si	5.425	0.041	9.596	-0.002	-0.01	0.008
Si	8.135	2.759	9.585	-0.004	-0.001	-0.002
Si	5.423	5.475	9.571	0.002	0	-0.003
Si	8.144	-8.132	9.578	0	-0.002	-0.005
Si	5.424	-5.401	9.586	-0.023	0.001	-0.006
Si	8.132	-2.679	9.584	-0.002	0.014	-0.001
Si	10.862	0.052	9.578	0.002	-0.001	0
Si	13.589	2.776	9.561	-0.005	0.006	-0.003
Si	10.867	5.47	9.58	0.011	-0.006	0.001
Si	13.601	-8.135	9.568	-0.003	0.005	0.006
Si	10.86	-5.427	9.579	0.016	0.011	0.003
Si	13.596	-2.697	9.558	0.001	0.003	0.001
Si	16.326	0.024	9.55	0	-0.001	0
Si	19.07	2.73	9.527	0.003	-0.004	0.008
Si	16.32	5.471	9.548	-0.004	0.007	0
Si	19.061	8.159	9.505	0.006	0.001	0.003
Si	16.34	-5.425	9.541	0.006	-0.001	0.002
Si	19.073	-2.72	9.525	0.003	-0.003	0.006
Si	21.808	-0.009	9.507	0.006	-0.005	0.013
Si	24.514	2.689	9.462	0	-0.01	-0.002
Si	21.786	5.426	9.477	-0.021	0.015	-0.001
Si	24.487	8.12	9.484	-0.015	0.01	0.007
Si	21.781	-5.467	9.504	-0.003	-0.008	0.004
Si	24.502	-2.759	9.485	-0.001	0.012	0.006
Si	27.2	-0.052	9.478	-0.007	0.011	0.005
Si	29.908	2.66	9.492	0.008	0	0.007
Si	27.21	5.379	9.465	0.01	-0.011	-0.003
Si	29.921	8.087	9.466	0.007	-0.011	0.005
Si	27.205	-5.491	9.469	-0.006	-0.001	-0.004
Si	29.911	-2.781	9.47	-0.01	0.007	-0.008
Si	32.626	-0.051	9.481	-0.009	0.009	0
Si	-29.921	2.684	9.47	-0.005	0.006	-0.008
Si	32.627	5.38	9.487	-0.002	0.004	0.002
Si	-29.933	8.112	9.506	-0.003	0.003	0.001
Si	32.626	-5.513	9.471	0.01	0	-0.005
Si	-29.926	-2.785	9.483	0.007	-0.008	-0.006
Si	-27.201	-0.044	9.48	0.007	0.001	-0.002
Si	-24.469	2.689	9.487	0	-0.012	-0.002
Si	-27.194	5.416	9.482	-0.007	-0.005	-0.006
Si	-24.468	8.149	9.486	-0.004	0.008	-0.001
Si	-27.197	-5.481	9.512	-0.003	0.005	0.007
Si	-24.467	-2.743	9.495	-0.01	-0.003	-0.003
Si	-21.739	-0.019	9.488	0.001	-0.009	-0.003
Si	-19.018	2.715	9.502	0.007	-0.003	0.001
Si	-21.745	5.425	9.494	0.006	0.003	-0.002
Si	-19.03	8.147	9.49	-0.003	-0.002	0
Si	-21.757	-5.45	9.477	-0.007	0	-0.002
Si	-19.044	-2.736	9.479	-0.003	0.015	-0.001
Si	-16.319	-0.009	9.502	0.003	-0.001	-0.005
Si	-13.606	2.718	9.516	-0.004	0.003	-0.005
Si	-16.311	5.439	9.509	-0.008	0.011	0.002
Si	-13.608	8.163	9.518	0.001	0.004	-0.008
Si	-16.316	-5.444	9.494	0.007	0.002	-0.006
Si	-13.588	-2.719	9.523	0.001	-0.007	-0.006
Si	-10.876	0.005	9.546	-0.011	0.005	-0.002
Si	-8.156	2.734	9.552	0	-0.001	0
Si	-10.879	5.45	9.539	0.002	-0.011	-0.003
Si	-8.153	8.183	9.552	0.004	-0.015	-0.001
Si	-10.879	-5.434	9.549	0.011	-0.013	-0.003
Si	-8.158	-2.712	9.579	-0.002	-0.002	0.001
Si	-5.441	0.018	9.588	-0.005	0.022	0.003
Si	-2.724	2.747	9.594	-0.004	-0.005	-0.003
Si	-5.444	5.462	9.572	-0.005	0.003	0.001
Si	-2.727	-8.132	9.593	-0.002	0.003	0.001
Si	-5.437	-5.42	9.585	0.001	-0.005	0.003
Si	-2.718	-2.698	9.571	0.007	0.001	-0.007
Si	1.348	-1.334	10.951	0.005	-0.005	0.002
Si	4.062	1.403	10.948	-0.005	0.008	0.001
Si	1.346	4.105	10.958	-0.008	-0.006	-0.005
Si	4.067	-9.492	10.95	-0.011	0.005	-0.001
Si	1.348	-6.767	10.959	0.005	-0.009	0.005
Si	4.072	-4.048	10.958	-0.001	0.003	0.005
Si	6.78	-1.325	10.952	-0.014	0.002	0.005
Si	9.499	1.4	10.941	0.006	-0.011	-0.001
Si	6.784	4.125	10.942	-0.001	-0.01	0.002
Si	9.509	-9.486	10.937	0.014	0.003	0.001
Si	6.784	-6.768	10.938	0.007	0.008	-0.002
Si	9.502	-4.049	10.92	-0.01	-0.01	-0.008
Si	12.226	-1.335	10.904	-0.007	0.01	-0.005
Si	14.96	1.395	10.893	-0.009	-0.001	0.002
Si	12.229	4.114	10.938	0.005	-0.004	0.006
Si	14.969	-9.491	10.914	0.005	0.007	-0.001
Si	12.235	-6.785	10.921	0.008	-0.012	0
Si	14.971	-4.068	10.897	-0.002	-0.001	-0.002
Si	17.7	-1.36	10.879	0.001	0.002	-0.007
Si	20.444	1.358	10.862	-0.001	-0.001	-0.005
Si	17.696	4.091	10.871	-0.005	-0.011	-0.01
Si	20.43	6.784	10.844	-0.001	-0.003	-0.007
Si	17.703	9.518	10.876	-0.002	0.009	-0.002
Si	20.428	-4.103	10.872	0.006	0.008	0.004
Si	23.157	-1.39	10.854	-0.013	-0.005	0.004
Si	25.855	1.322	10.841	-0.002	-0.009	0.004
Si	23.155	4.057	10.831	-0.004	-0.004	-0.008
Si	25.85	6.748	10.832	-0.006	0.022	-0.012
Si	23.137	9.479	10.854	-0.011	-0.001	-0.001
Si	25.862	-4.127	10.84	0.011	-0.004	0
Si	28.57	-1.411	10.835	0.012	-0.006	0
Si	31.28	1.309	10.846	0.012	0.003	0.007
Si	28.557	4.031	10.846	-0.009	-0.011	-0.001
Si	31.273	6.744	10.846	0.002	0.002	0.001
Si	28.56	9.461	10.823	0.004	0.013	-0.008
Si	31.27	-4.142	10.832	0.005	0.004	0.004
Si	33.995	-1.409	10.83	-0.005	0.007	-0.004
Si	-28.555	1.329	10.829	-0.003	-0.009	-0.004
Si	-31.278	4.034	10.84	0.002	-0.003	0.006
Si	-28.56	6.759	10.853	-0.004	-0.001	0.005
Si	-31.293	9.48	10.857	0.001	0.004	0.008
Si	-28.559	-4.117	10.857	0.014	0	0.004
Si	-25.836	-1.388	10.846	0.005	0.01	0.003
Si	-23.111	1.332	10.847	-0.004	0.006	0.006
Si	-25.834	4.053	10.84	0.006	0.01	0
Si	-23.113	6.786	10.845	0.002	-0.001	-0.001
Si	-25.83	9.488	10.863	-0.008	-0.001	0.003
Si	-23.114	-4.101	10.852	0.004	0.01	0.003
Si	-20.396	-1.38	10.854	0	0.003	0.005
Si	-17.672	1.354	10.866	0.003	0.009	0.006
Si	-20.393	4.068	10.855	-0.003	-0.01	0.002
Si	-17.679	6.796	10.86	0.006	-0.007	0.001
Si	-20.408	9.502	10.837	-0.001	-0.004	-0.002
Si	-17.688	-4.093	10.848	0.001	-0.015	0
Si	-14.962	-1.364	10.868	0.004	-0.003	-0.002
Si	-12.24	1.37	10.884	0.006	-0.006	-0.006
Si	-14.959	4.08	10.876	0.004	-0.001	0.003
Si	-12.242	6.814	10.889	-0.008	0.002	-0.002
Si	-14.966	9.528	10.873	-0.011	-0.001	-0.001
Si	-12.235	-4.069	10.903	0.002	0.015	0.003
Si	-9.522	-1.349	10.924	-0.005	0.003	0.003
Si	-6.803	1.381	10.936	-0.002	-0.012	0.004
Si	-9.518	4.096	10.905	-0.005	0.01	-0.001
Si	-6.807	6.818	10.925	-0.004	0.001	0.003
Si	-9.518	9.53	10.916	0	0.001	0.001
Si	-6.797	-4.068	10.948	0.007	0	0.005
Si	-4.075	-1.343	10.945	-0.007	-0.006	-0.005
Si	-1.365	1.379	10.951	0.005	0.015	-0.003
Si	-4.097	4.099	10.949	0.007	-0.002	-0.001
Si	-1.375	6.831	10.966	0.009	-0.001	0.001
Si	-4.088	-6.779	10.956	-0.003	-0.007	0.006
Si	-1.37	-4.054	10.948	-0.003	0.002	-0.003
Si	2.71	0.031	12.303	-0.006	-0.001	0.003
Si	5.425	2.766	12.302	-0.007	-0.005	-0.002
Si	2.705	5.473	12.316	0.009	-0.008	-0.002
Si	5.425	-8.122	12.309	-0.01	-0.006	-0.002
Si	2.714	-5.406	12.321	0.005	0.004	-0.006
Si	5.436	-2.688	12.32	-0.001	0.004	0.006
Si	8.151	0.03	12.3	-0.001	-0.001	0
Si	10.861	2.757	12.294	0.002	-0.006	0.002
Si	8.15	5.481	12.301	0.002	0	-0.001
Si	10.879	-8.132	12.29	0.002	0.013	0.001
Si	8.151	-5.403	12.285	0.005	0.009	0
Si	10.869	-2.694	12.268	0.004	-0.001	0.001
Si	13.59	0.028	12.237	-0.004	-0.015	-0.006
Si	16.337	2.747	12.235	0.018	0.009	0.01
Si	13.605	5.478	12.271	0.009	0.004	0.006
Si	16.341	-8.139	12.256	0.008	0.003	0.004
Si	13.609	-5.43	12.257	-0.01	0.003	0.001
Si	16.345	-2.722	12.248	-0.005	0.001	0.009
Si	19.077	-0.001	12.215	0.006	-0.001	0.001
Si	21.808	2.711	12.218	-0.005	-0.003	0.01
Si	19.071	5.44	12.214	-0.002	0.008	-0.008
Si	21.789	8.116	12.22	-0.012	0.005	0.001
Si	19.068	10.857	12.237	-0.009	-0.008	0.006
Si	21.804	-2.75	12.215	0.004	0.009	0.008
Si	24.51	-0.033	12.218	0.001	-0.002	0.009
Si	27.208	2.678	12.215	0.009	0.007	0.004
Si	24.501	5.403	12.222	0.004	0	0.007
Si	27.2	8.111	12.193	0.004	-0.007	-0.005
Si	24.509	10.832	12.202	-0.016	0.002	0.003
Si	27.226	-2.775	12.201	-0.001	0.008	-0.005
Si	29.923	-0.049	12.203	0	0	-0.002
Si	32.648	2.67	12.195	-0.007	-0.005	0.001
Si	29.914	5.39	12.21	0.006	0.007	0.007
Si	32.623	8.115	12.206	0	-0.004	0
Si	29.909	10.818	12.196	-0.014	-0.014	0.001
Si	32.627	-2.76	12.185	0.015	-0.003	0.002
Si	35.365	-0.036	12.177	0.002	0.008	-0.005
Si	-27.195	2.689	12.199	-0.006	-0.002	0.003
Si	-29.923	5.399	12.205	0.003	-0.003	0
Si	-27.198	8.126	12.208	0.009	0.002	-0.002
Si	-29.927	10.85	12.209	0.003	0.014	-0.003
Si	-27.195	-2.75	12.205	-0.013	0.003	-0.004
Si	-24.477	-0.027	12.203	-0.008	-0.011	-0.001
Si	-21.763	2.708	12.204	0.007	0.001	0.002
Si	-24.479	5.42	12.196	-0.006	-0.009	-0.003
Si	-21.764	8.15	12.21	-0.003	0.006	0.001
Si	-24.478	10.864	12.216	0.002	-0.003	0.004
Si	-21.766	-2.735	12.215	-0.002	-0.003	0.001
Si	-19.047	-0.007	12.211	0.006	-0.005	-0.001
Si	-16.325	2.722	12.231	0.003	-0.008	0.004
Si	-19.044	5.437	12.215	0.002	0.015	0.001
Si	-16.338	8.171	12.221	0.005	-0.002	0.001
Si	-19.06	10.865	12.199	-0.01	-0.006	-0.003
Si	-16.329	-2.731	12.211	-0.001	0.01	-0.003
Si	-13.6	-0.001	12.225	-0.002	0.008	-0.008
Si	-10.877	2.725	12.249	-0.009	-0.003	0.002
Si	-13.603	5.447	12.235	0.003	-0.002	0.002
Si	-10.877	8.16	12.268	0.006	-0.004	-0.001
Si	-13.605	10.882	12.243	0.002	-0.003	-0.001
Si	-10.878	-2.715	12.278	0.004	0	0.005
Si	-8.156	0.007	12.287	0.001	0.008	0.003
Si	-5.452	2.733	12.317	-0.007	0.008	0
Si	-8.164	5.449	12.282	-0.002	-0.004	-0.002
Si	-5.458	8.171	12.301	0.003	-0.011	0
Si	-8.162	10.879	12.297	-0.009	-0.004	0.006
Si	-5.429	-2.71	12.308	0.004	0.009	0.001
Si	-2.729	0.021	12.323	0.008	-0.006	0
Si	-0.018	2.745	12.318	0.01	-0.003	0.002
Si	-2.746	5.461	12.314	-0.001	-0.006	-0.004
Si	-0.014	8.197	12.325	-0.004	0.003	-0.003
Si	-2.728	-5.412	12.313	0.002	0.004	-0.002
Si	-0.016	-2.691	12.316	-0.002	-0.005	-0.007
Si	1.345	1.379	13.666	0.004	0.006	-0.003
Si	4.076	4.125	13.674	0.003	-0.013	0.004
Si	1.349	6.839	13.682	0.006	-0.001	0
Si	4.084	-6.753	13.687	-0.008	0.003	0.006
Si	1.354	-4.04	13.676	-0.006	0.008	0.004
Si	4.08	-1.315	13.667	-0.004	0.001	0.005
Si	6.794	1.404	13.647	-0.007	-0.004	-0.005
Si	9.514	4.127	13.663	0.003	-0.003	0.007
Si	6.794	-9.478	13.665	0.001	-0.001	-0.001
Si	9.516	-6.759	13.635	-0.002	0.013	-0.01
Si	6.819	-4.044	13.67	0.002	-0.021	-0.002
Si	9.511	-1.346	13.645	-0.001	0	0.004
Si	12.227	1.368	13.613	0.006	-0.003	0.001
Si	14.986	4.116	13.598	-0.012	-0.005	0.001
Si	12.248	-9.488	13.642	0.004	-0.002	0.003
Si	14.971	-6.788	13.62	0.005	-0.005	0.002
Si	12.231	-4.079	13.598	0.011	-0.003	-0.002
Si	14.958	-1.344	13.564	-0.012	0.021	0.003
Si	17.72	1.379	13.558	-0.004	-0.018	0.001
Si	20.446	4.087	13.563	-0.016	0.007	-0.004
Si	17.716	-9.521	13.576	0.002	0	-0.003
Si	20.422	9.463	13.575	0.01	0.001	-0.004
Si	17.702	-4.108	13.6	0.006	-0.002	0.007
Si	20.439	-1.381	13.556	-0.001	-0.007	-0.011
Si	23.161	1.34	13.582	0.003	0.002	0.007
Si	25.863	4.042	13.588	-0.006	-0.018	-0.003
Si	23.144	6.765	13.6	-0.021	0.01	0.003
Si	25.849	9.463	13.574	0.006	0.003	-0.003
Si	23.168	-4.122	13.565	-0.003	-0.004	0.007
Si	25.882	-1.408	13.557	0.009	-0.012	0.003
Si	28.577	1.318	13.566	-0.003	0.007	-0.001
Si	31.29	4.026	13.551	0.011	-0.013	0.006
Si	28.548	6.758	13.562	-0.016	0.013	-0.003
Si	31.251	9.461	13.571	0.011	0.009	0.008
Si	28.566	-4.143	13.575	0.011	0.002	0.008
Si	31.282	-1.403	13.567	-0.009	0.014	0.009
Si	34.021	1.318	13.549	0.013	-0.009	-0.001
Si	-28.557	4.046	13.563	-0.011	0.005	0.006
Si	33.995	6.768	13.556	-0.004	0.01	0.004
Si	-28.556	9.495	13.558	0.004	-0.013	0
Si	33.996	-4.09	13.552	-0.006	0.005	0.006
Si	36.727	-1.378	13.547	0.005	-0.001	-0.002
Si	-25.829	1.334	13.562	0.015	0	0.006
Si	-23.123	4.069	13.562	-0.003	0.004	-0.002
Si	-25.838	6.766	13.565	0	0.003	-0.004
Si	-23.126	9.503	13.575	0.004	-0.002	0.008
Si	-25.838	-4.096	13.578	-0.004	0.011	0.01
Si	-23.131	-1.381	13.579	0.002	0.009	0.007
Si	-20.414	1.352	13.569	-0.012	0.007	0.005
Si	-17.7	4.079	13.584	0.005	-0.001	0.005
Si	-20.405	6.796	13.574	0.006	-0.016	0.002
Si	-17.724	9.511	13.578	-0.002	0.008	0.002
Si	-20.421	-4.109	13.568	0.01	-0.004	0.002
Si	-17.697	-1.375	13.562	0.005	0.004	0.006
Si	-14.956	1.359	13.574	0.016	-0.013	0.002
Si	-12.23	4.096	13.593	-0.001	0.001	0.002
Si	-14.981	6.811	13.572	-0.01	0.012	-0.002
Si	-12.243	9.526	13.611	0.003	-0.006	0.006
Si	-14.976	-4.078	13.59	-0.001	0.003	0.006
Si	-12.25	-1.344	13.61	-0.011	0.005	-0.002
Si	-9.52	1.374	13.627	0	-0.002	0.001
Si	-6.827	4.088	13.669	-0.011	0.014	0.002
Si	-9.513	6.807	13.646	-0.007	-0.016	0.005
Si	-6.812	9.517	13.676	0.004	-0.008	0.004
Si	-9.519	-4.075	13.648	-0.002	0.008	0.006
Si	-6.793	-1.352	13.656	0.003	-0.01	-0.004
Si	-4.098	1.373	13.695	-0.008	0.007	0.008
Si	-1.394	4.1	13.679	0	-0.002	0.002
Si	-4.122	6.806	13.674	0.006	0.004	0.003
Si	-1.377	9.556	13.685	0.005	-0.004	0.005
Si	-4.081	-4.067	13.692	0.004	-0.003	0.006
Si	-1.377	-1.344	13.693	0.004	-0.004	0.005
Si	-0.016	0.03	15.041	0.008	-0.002	0.004
Si	2.724	2.734	15.006	-0.003	-0.002	0.001
Si	-0.039	5.479	15.022	0.004	0.003	-0.007
Si	2.716	8.206	15.044	-0.003	-0.007	-0.009
Si	-0.004	-5.4	15.041	-0.012	-0.016	-0.003
Si	2.715	-2.665	15.026	0	-0.002	0.003
Si	5.47	0.029	15.018	-0.009	0.005	-0.001
Si	8.134	2.772	15.01	-0.009	-0.009	0
Si	5.438	5.49	15.039	-0.003	0.012	0.007
Si	8.161	-8.103	15.001	0.007	0.003	0
Si	5.472	-5.394	15.041	-0.002	0.008	-0.003
Si	8.192	-2.709	15.05	0	-0.003	0.006
Si	10.868	0.013	14.99	0.005	-0.014	0.007
Si	13.605	2.749	14.915	0	0.001	0.002
Si	10.889	5.489	15.012	-0.003	-0.003	0.009
Si	13.61	-8.131	15	-0.009	0.007	0.008
Si	10.878	-5.411	14.996	0.005	-0.008	0.005
Si	13.603	-2.72	14.913	-0.003	0.012	0.008
Si	16.331	0.027	14.88	0.007	0.003	0.003
Si	19.085	2.74	14.912	0.002	-0.009	0.004
Si	16.356	5.476	14.953	0.013	0.002	0.003
Si	19.075	-8.208	14.964	0.004	0	0.01
Si	16.341	-5.458	14.988	0.005	0.016	0.006
Si	19.099	-2.751	14.916	0.01	-0.004	0.01
Si	21.795	-0.032	14.919	-0.016	-0.005	0.008
Si	24.515	2.691	14.965	0.008	0.001	0.011
Si	21.778	5.42	14.976	-0.006	-0.005	0.01
Si	24.511	8.109	14.97	-0.011	0.005	0.006
Si	21.814	10.805	14.893	-0.014	-0.006	0
Si	24.548	-2.778	14.923	0.002	0.009	-0.003
Si	27.224	-0.041	14.923	0.001	-0.001	0.001
Si	29.949	2.667	14.927	0.002	-0.003	-0.001
Si	27.219	5.406	14.953	0.014	0.019	0.002
Si	29.882	8.104	14.949	-0.005	-0.012	-0.001
Si	27.197	10.817	14.942	-0.003	-0.006	-0.007
Si	29.923	-2.769	14.928	-0.001	-0.003	-0.002
Si	32.666	-0.035	14.909	-0.003	0	-0.002
Si	35.369	2.682	14.921	0.002	-0.014	-0.001
Si	32.636	5.4	14.903	0.001	0.004	-0.001
Si	35.361	8.136	14.905	0.002	0.006	0.002
Si	32.618	10.863	14.875	0.012	0.004	-0.008
Si	35.353	-2.709	14.911	-0.006	0.006	-0.002
Si	38.096	-0.037	14.915	-0.01	-0.002	0.003
Si	-24.471	2.7	14.922	-0.006	0.002	0.006
Si	-27.197	5.408	14.925	-0.001	-0.007	0.005
Si	-24.488	8.134	14.923	-0.006	-0.012	0.006
Si	-27.208	10.864	14.924	-0.004	-0.005	0
Si	-24.482	-2.741	14.955	0.006	-0.002	0
Si	-21.783	0	14.928	0.011	0.001	-0.007
Si	-19.071	2.719	14.939	-0.001	-0.002	0.005
Si	-21.768	5.436	14.922	-0.005	0.008	0.001
Si	-19.082	8.161	14.965	-0.008	0.001	0.011
Si	-21.776	10.858	14.948	0	0.009	0
Si	-19.068	-2.737	14.91	-0.006	0.005	-0.004
Si	-16.328	-0.012	14.904	0.003	0.007	-0.007
Si	-13.604	2.738	14.923	0.009	-0.008	0.002
Si	-16.361	5.475	14.927	0.007	-0.001	-0.003
Si	-13.616	8.151	14.939	-0.006	-0.011	0.003
Si	-16.373	10.886	14.918	0.001	-0.01	-0.002
Si	-13.616	-2.711	14.953	0.003	0.005	0.001
Si	-10.879	0.013	14.968	0.003	0.002	0.006
Si	-8.18	2.714	15.032	-0.003	-0.002	0.003
Si	-10.861	5.421	14.985	-0.007	-0.004	0.004
Si	-8.162	8.147	15.048	0.007	0	0.009
Si	-10.889	10.878	14.992	0.012	0.01	0.004
Si	-8.139	-2.727	15.01	0.003	-0.003	-0.003
Si	-5.458	-0.005	15.056	-0.008	-0.004	0.001
Si	-2.752	2.748	15.066	0.012	0.011	0.003
Si	-5.488	5.447	15.048	-0.002	-0.01	0.001
Si	-2.77	8.189	15.012	-0.007	-0.001	-0.01
Si	-5.453	-5.44	15.037	0.005	-0.01	-0.004
Si	-2.728	-2.709	15.073	0.001	0.003	0.001
O	1.98	-0.867	23.064	0.195	0.438	0.157
O	5.587	2.778	22.154	-0.03	-0.215	0.352
O	3.14	6.503	22.807	-0.497	0.001	0.154
O	5.023	8.071	22.225	0.2	0.482	-0.15
O	3.8	7.414	-4.276	0.291	-0.291	0.134
O	2.635	-5.822	22.231	0.467	0.289	-0.2
O	4.124	-4.23	23.44	0.131	0.506	0.694
O	3.413	-0.461	25.291	0.216	0.659	-0.033
O	4.45	-0.059	-6.128	0.533	-0.023	0.497
O	3.284	-4.33	-4	0.115	-0.217	0.582
O	5.364	4.888	-6.259	-0.497	0.362	-0.007
O	11.033	2.791	22.095	-0.151	0.007	0.338
O	7.257	4.601	23.03	-0.021	0.017	0.132
O	9.472	5.98	23.224	0.195	-0.166	0.354
O	12.285	7.521	24.796	-0.109	-0.494	-0.151
O	8.258	-5.451	22.179	0.223	0.059	0.08
O	8.206	-2.471	25.396	-0.019	0.185	-0.216
O	10.956	-3.055	25.183	-0.004	-0.334	0.8
O	12.205	-2.123	22.97	-0.59	-0.4	0.205
O	17.98	3.405	23.297	-0.054	-0.359	-0.066
O	16.773	-1.293	-0.986	-0.393	0.51	-0.482
O	13.178	4.168	22.845	0.099	0.508	0.113
O	14.392	7.182	23.263	-0.324	-0.212	0.432
O	19.562	-4.262	22.848	-0.337	0.334	0.218
O	17.764	-6.229	22.875	-0.206	0.188	0.441
O	12.971	-6.876	23.104	0.341	0.674	0.162
O	10.23	-1.776	-5.966	0.111	-0.577	-0.179
O	17.167	-4.437	-6.332	0.024	-0.043	0.332
O	16.816	-2.387	22.01	-0.013	-0.077	0.218
O	27.294	2.479	22.184	0.278	-0.018	0.037
O	19.757	4.795	24.641	-0.124	0.033	0.169
O	17.69	3.604	-1.351	-0.462	-0.19	-0.542
O	19.145	-3.051	-4.736	0.05	0.342	-0.346
O	13.627	-3.113	25.054	-0.05	-0.111	0.242
O	24.99	-5.802	-5.638	-0.396	-0.213	0.387
O	22.138	5.55	-3.362	0.538	0.047	0.274
O	20.763	-0.479	24.398	-0.393	-0.011	-0.403
O	23.712	3.827	25.438	0.44	-0.112	0.24
O	-30.164	-0.812	-3.796	0.015	-0.011	0.51
O	23.007	3.395	22.992	-0.782	-0.031	0.13
O	24.564	5.327	22.208	0.016	0.034	0.379
O	26.115	6.524	-1.762	-0.39	0.095	-0.409
O	24.807	-0.098	-4.402	-0.607	-0.04	-0.041
O	22.589	-6.973	23.413	0.111	-0.496	0.272
O	-31.347	-5.549	-5.979	0.159	0.487	0.101
O	27.367	-2.628	21.902	0.213	0.097	-0.002
O	29.756	-5.558	21.979	-0.072	-0.018	0.316
O	31.779	-2.626	-5.908	-0.627	-0.048	-0.386
O	32.501	2.355	22.465	0.206	0.311	-0.338
O	32.595	8.143	22.252	-0.226	-0.028	0.442
O	28.973	4.399	22.948	-0.33	0.111	0.202
O	-27.934	0.121	-2.885	-0.237	0.24	0.517
O	27.045	4.363	-5.849	-0.096	0.657	0.109
O	31.555	-4.465	23.245	0.068	-0.341	0.318
O	-31.013	-1.89	-5.962	0.53	0.082	-0.593
O	-29.433	3.947	25.645	0.43	-0.358	-0.234
O	-31.685	-1.368	23.011	-0.008	-0.559	0.139
O	-29.839	0.091	22.072	0.23	0.17	0.37
O	-28.153	1.794	23.079	-0.433	-0.283	0.464
O	-31.557	4.559	23.115	0.142	0.434	0.358
O	-27.581	7.933	22.028	0.013	-0.005	0.478
O	-25.975	-6.562	22.981	0.005	0.291	0.251
O	-30.914	-6.281	22.842	0.317	-0.206	0.098
O	-31.362	-3.932	24.082	0.291	0.573	0.2
O	-28.473	0.421	-5.464	-0.016	-0.221	-0.094
O	-27.169	-2.753	22.176	-0.082	-0.225	0.249
O	-22.946	8.042	-3.422	0.195	0.337	0.217
O	-20.16	-1.323	23.327	0.082	0.5	0.246
O	-27.062	2.167	25.424	-0.106	0.42	0.075
O	-22.911	7.334	23.204	-0.156	-0.086	0.233
O	-26.658	5.232	-4.218	-0.027	0.503	0.07
O	-21.833	-2.682	21.958	0.043	-0.207	0.384
O	-22.16	-2.316	24.756	-0.121	0.176	0
O	-21.718	2.688	22.164	-0.25	-0.192	0.44
O	-17.473	0.719	23.15	-0.143	-0.428	0.224
O	-19.048	5.447	25.168	-0.382	-0.482	0.283
O	-17.809	2.731	-4.312	-0.353	-0.42	-0.172
O	-20.402	6.773	23.304	0.032	-0.02	-0.579
O	-19.189	4.692	-5.516	-0.55	-0.232	-0.148
O	-17.923	6.18	22.912	0.344	0.188	0.184
O	-8.627	-0.908	-5.638	0.553	-0.345	-0.292
O	-19.084	-5.429	22.23	-0.222	0.151	0.646
O	-17.279	-3.759	23.204	-0.091	-0.105	0.13
O	-19.743	-3.523	24.756	0.448	-0.269	-0.453
O	-14.919	-3.236	24.361	-0.02	-0.32	0.648
O	-15.777	-1.853	22.351	0.074	-0.316	-0.156
O	-13.82	-0.059	22.087	-0.285	-0.133	0.218
O	-11.111	-0.104	-5.801	-0.528	0.108	-0.371
O	-14.518	-7.752	-4.132	-0.172	0.271	0.249
O	-14.826	4.807	22.957	-0.267	0.131	0.357
O	-13.443	-6.948	25.414	0.179	-0.658	-0.207
O	-13.019	6.758	23.087	-0.18	0.297	0.258
O	-14.599	-6.613	23.028	0.426	0.366	0.104
O	-13.043	-4.343	22.767	-0.167	-0.29	0.112
O	-12.75	-4.458	25.361	0.186	0.245	0.426
O	-9.726	-0.977	23.287	-0.551	0.259	0.183
O	-1.819	-5.973	-5.49	-0.028	-0.515	-0.153
O	-4.94	4.029	-1.169	-0.21	-0.036	-0.132
O	-2.628	5.443	22.186	0.141	0.143	0.059
O	-17.21	5.363	-7.017	-0.161	-0.587	0.044
O	-10.065	3.728	23.142	0.142	-0.346	0.242
O	-8.309	5.329	22.083	-0.053	0.001	0.152
O	-11.017	-8.069	22.243	-0.185	0.194	0.553
O	-9.451	-5.969	22.84	-0.248	0.318	0.041
O	-7.19	-4.699	23.256	0.068	-0.021	0.388
O	-5.488	-2.824	22.355	-0.148	0.041	0.319
O	-3.835	1.161	24.227	-0.261	-0.031	0.099
O	-1.929	5.69	-3.617	0.23	0.271	-0.039
O	-0.778	1.615	25.634	-0.357	0.16	0.028
O	-6.222	7.992	25.518	-0.189	0.375	-0.101
O	-0.995	7.102	23.298	0.166	-0.189	0.255
O	0.695	-7.405	22.788	-0.251	0.009	0.201
O	-8.321	-6.381	25.123	0.568	-0.288	0.11
O	-6.223	-8.035	-5.489	0.022	0.268	-0.254
O	0.033	-3.807	26.034	0.058	0.331	-0.074
O	3.468	4.109	23.772	0.632	0.082	-0.308
O	6.678	-3.839	-5.533	-0.083	-0.661	-0.207
O	0.767	-0.458	25.335	0.071	0.245	-0.047
O	1.302	7.417	-3.351	-0.15	-0.188	0.467
O	7.447	-1.372	-6.1	0.055	0.193	-0.059
O	5.655	-2.524	22.362	-0.159	0.248	0.121
O	6.43	7.258	-6.659	0.048	0.515	-0.025
O	5.772	-1.466	26	-0.044	-0.207	-0.357
O	27.103	-1.488	25.109	-0.088	-0.341	-0.039
O	12.775	4.196	-4.555	-0.034	0.543	0.202
O	11.256	-0.315	-0.323	-0.103	0.04	-0.418
O	10.669	-6.822	25.58	0.095	0.175	-0.57
O	10.507	6.444	-3.925	0.203	-0.217	0.008
O	9.596	-4.953	-3.296	-0.384	-0.335	-0.086
O	-2.755	-5.621	-3.085	-0.192	0.571	0.411
O	15.958	6.194	26.199	-0.188	0.441	-0.216
O	16.005	-2.304	-5.688	-0.022	0.399	0.056
O	2.109	-2.677	24.965	0.409	-0.122	-0.364
O	19.44	2.335	25.363	0.244	-0.302	-0.215
O	13.692	-6.514	-5.727	0.292	0.547	-0.325
O	14.707	2.763	-3.378	0.063	0.246	0.289
O	26.14	0.105	22.928	-0.404	-0.093	-0.08
O	-2.625	-3.504	-6.053	-0.289	-0.055	-0.319
O	10.351	-5.969	-5.609	0.305	0.552	-0.452
O	18.367	-5.11	25.078	0.229	0.165	0.263
O	18.149	0.959	-5.503	-0.504	-0.041	-0.455
O	18.998	5.372	21.931	-0.186	0.088	0.101
O	22.125	5.911	25.003	0.053	0.116	-0.046
O	20.64	6.874	23.169	-0.008	0.2	0.244
O	-20.102	-7.12	-1.372	-0.118	-0.227	-0.164
O	24.448	6.276	26.141	0.48	0.337	-0.593
O	29.925	2.662	-3.455	0.048	0.109	0.075
O	-28.948	7.08	-3.951	-0.346	-0.036	-0.131
O	-9.943	6.913	-7.034	-0.011	-0.108	0.064
O	25.638	2.426	-4.607	0.116	-0.167	0.183
O	20.448	-2.355	-2.602	0.323	0.737	0.429
O	-21.367	-8.127	25.307	-0.229	-0.33	0.29
O	24.355	2.719	-0.446	0.302	-0.108	-0.558
O	-12.334	0.467	-3.467	-0.584	-0.162	0.034
O	31.786	-2.286	24.535	-0.452	0.142	0.605
O	32.086	-7.432	-5.684	-0.095	-0.098	-0.407
O	19.974	4.283	-2.376	-0.08	0.578	-0.312
O	-1.707	3.094	-3.005	0.356	0.242	0.355
O	21.822	8.163	-3.52	-0.102	0.359	-0.138
O	9.085	-4.83	25.599	-0.486	-0.19	-0.138
O	25.851	7.046	-5.933	-0.122	-0.013	0.389
O	27.345	-0.655	-0.545	-0.128	0.147	0.193
O	-10.956	-2.888	21.989	0.252	-0.004	-0.008
O	-7.212	-3.768	-1.371	0.18	-0.19	-0.601
O	-25.83	-0.702	-4.1	-0.158	0.258	-0.292
O	1.964	0.438	-2.715	-0.277	0.29	-0.028
O	4.514	-6.939	-2.656	-0.541	-0.481	0.078
O	3.008	7.867	-0.36	-0.262	0.179	-0.589
O	1.866	6.692	-5.878	0.109	0.216	-0.201
O	18.701	-0.62	-3.494	0.492	-0.07	-0.137
O	-12.879	2.993	-3.536	0.102	0.027	-0.244
O	-28.826	-4.21	-1.646	-0.418	-0.536	-0.271
O	1.257	-6.921	-1.503	-0.353	0.231	0.13
O	5.226	-2.572	-3.741	0.123	0.598	0.241
O	-22.68	3.438	-2.667	-0.57	0.457	-0.061
O	-32.188	4.066	-6.799	-0.505	0.343	-0.458
O	-11.768	0.09	25.135	0.34	0.019	-0.12
O	-25.562	1.435	23.417	0.254	0.12	-0.126
O	-24.567	5.442	22.353	0.263	0.26	0.353
O	-26.076	7.7	24.619	0.275	-0.321	-0.283
O	-28.997	-4.457	23.032	0.22	-0.186	0.296
O	-12.786	-6.595	-5.661	0.302	0.603	0.278
O	-25.87	-5.67	-6.37	0.157	0.318	0.236
O	-25.111	-6.783	-3.583	-0.159	-0.499	-0.214
O	-32.598	-5.652	-0.4	0.031	0.101	-0.283
O	-28.368	3.579	-5.431	0.177	-0.492	-0.329
O	19.992	-0.622	-6.46	0.103	-0.07	0.34
O	13.391	2.745	-0.416	0.093	-0.017	-0.373
O	8.356	-7.554	-5.763	0.006	-0.033	0.421
O	-23.165	0.647	22.861	0.269	-0.057	0.388
O	-16.6	7.094	-3.698	0.233	-0.374	0.125
O	-23.624	-3.313	-0.818	-0.218	0.547	0.048
O	-29.896	-7.769	-5.852	-0.584	-0.282	0.379
O	-26.83	2.714	-3.604	0.016	-0.26	0.523
O	-21.076	-7.074	22.938	-0.32	0.287	0.196
O	-23.104	-4.475	25.799	0.431	-0.114	0.21
O	15.126	-3.92	23.136	-0.473	-0.414	0.167
O	-27.448	-7.348	-5.141	0.366	-0.064	0.427
O	-3.828	-1.109	-5.239	-0.298	-0.271	-0.424
O	-15.764	-5.722	25.186	-0.315	0.44	-0.194
O	-16.981	-1.481	24.605	-0.263	-0.12	0.303
O	-20.713	-5.171	-6.092	-0.359	0.693	0.105
O	-18.199	5.136	-3.138	0.4	-0.1	0.286
O	9.195	-3.475	-1.138	-0.116	0.383	0.077
O	-20.786	4.576	-1.193	0.098	0.766	-0.155
O	22.091	4.021	-5.842	-0.169	0.392	0.386
O	-12.503	4.391	23.979	-0.095	-0.264	0.014
O	-24.858	3.569	-5.164	0.628	-0.036	-0.419
O	-14.916	-2.97	-4.555	0.039	0.077	0.612
O	-15.956	1.013	-3.369	0.403	-0.009	-0.001
O	1.429	2.551	24.533	-0.332	-0.392	-0.024
O	-11.099	2.72	25.284	0.458	0.075	0.792
O	-2.771	-2.523	-0.306	-0.112	-0.111	-0.162
O	-8.97	0.751	25.269	-0.289	0.382	0.018
O	-4.827	1.417	-5.57	0.181	-0.073	0.171
O	-24.809	-2.503	25.205	-0.309	-0.399	0.017
O	-23.995	-7.471	-5.8	-0.13	-0.781	-0.352
O	-13.587	5.423	-3.787	-0.051	0.485	-0.017
O	-8.8	6.248	-2.335	-0.109	0.286	-0.011
O	1.961	-5.234	24.722	-0.297	-0.567	0.25
O	-10.164	-6.515	-1.337	-0.027	-0.065	-0.266
O	-30.246	-2.426	-0.462	-0.031	-0.069	-0.405
O	-2.869	2.682	-0.301	-0.091	0.101	-0.032
O	-29.48	2.243	-0.378	0.249	0.291	-0.262
O	-25.836	-0.961	-1.478	0.174	0.173	-0.28
O	15.007	2.204	22.917	0.23	0.29	0.038
O	-3.623	-1.168	23.131	0.178	-0.214	0.438
O	5.366	7.283	24.737	-0.255	-0.401	0.061
O	-13.573	1.947	25.614	-0.012	0.345	-0.158
O	-4.839	6.094	-6.197	0.396	0.09	0.56
O	-19.616	-6.142	25.334	0.204	-0.147	-0.807
O	-10.104	-5.299	-3.689	-0.066	0.535	-0.148
O	-12.675	-1.806	-4.505	0.174	-0.564	0.182
O	22.929	-0.559	22.913	0.547	-0.039	0.248
O	-1.297	-1.278	-5.881	0.506	0.257	0.218
O	-0.134	2.764	22.134	-0.188	-0.102	0.632
O	8.29	1.133	-6.173	0.177	-0.031	0.1
O	2.257	1.081	-5.126	0.034	-0.479	0.14
O	-11.29	6.708	-1.215	0.264	-0.005	-0.173
O	-14.791	-0.608	-5.737	0.194	0.152	0.511
O	1.045	3.186	-3.886	-0.571	-0.019	0.043
O	13.196	0.416	-6.077	0.429	-0.202	-0.267
O	-1.096	-4.449	23.196	0.362	-0.009	0.275
O	-29.863	-5.794	25.119	0.283	-0.457	-0.085
O	-3.358	-5.656	23.08	-0.009	0.304	0.132
O	-6.543	-1.25	-1.352	0.022	0.016	0.178
O	-21.311	-1.328	-3.958	0.091	-0.156	-0.233
O	2.767	-2.8	-0.122	-0.023	-0.003	-0.119
O	-2.143	6.31	25.834	0.289	0.284	-0.073
O	6.555	0.232	-4.258	-0.224	0.336	-0.145
O	30.661	-2.824	-3.543	-0.024	0.5	-0.098
O	20.893	7.142	-1.281	0.429	-0.56	-0.388
O	6.363	-6.154	-0.949	-0.082	0.037	-0.034
O	-6.77	6.868	23.284	-0.155	-0.311	0.191
O	-2.18	-2.43	-3.654	-0.447	0.12	0.268
O	1.067	-1.103	-0.959	-0.359	0.211	0.091
O	-4.343	3.613	-7.04	0.206	-0.034	0.243
O	4.599	0.438	-2.668	-0.198	-0.209	-0.326
O	-10.545	-2.106	25.984	0	-0.09	0.162
O	23.284	-1.234	-1.551	-0.116	0.598	-0.692
O	6.503	4.289	-1.711	-0.106	0.325	-0.404
O	-15.992	1.674	-5.93	-0.24	0.204	-0.138
O	-6.526	6.585	-0.972	0.316	-0.141	-0.11
O	10.015	4.263	-5.088	-0.513	-0.377	-0.048
O	-15.832	0.771	25.313	0.336	-0.176	-0.246
O	7.789	-3.019	-3.289	-0.101	0.627	-0.079
O	29.385	-2.035	-1.326	-0.098	0.284	-0.043
O	9.619	-0.366	24.853	-0.122	-0.227	-0.091
O	-17.867	7.052	-1.335	-0.347	0.227	-0.029
O	23.417	7.076	-5.141	0.093	0.588	-0.26
O	24.473	-4.993	25.123	-0.607	0.043	-0.064
O	11.056	2.535	-3.503	0.104	-0.457	-0.101
O	-14.445	3.975	-1.643	0.252	-0.397	-0.248
O	12.18	-5.361	-3.868	0.13	0.468	-0.026
O	-15.422	-6.564	-1.28	-0.129	-0.034	-0.615
O	-24.441	-6.574	25.058	0.564	-0.295	-0.359
O	15.412	-2.169	-3.173	-0.369	0.398	0.07
O	13.539	-1.945	-4.935	-0.407	-0.218	-0.063
O	-12.312	-6.557	-3.045	-0.14	0.054	0.123
O	31.418	0.1	23.182	-0.507	-0.041	0.262
O	1.759	4.096	-1.461	0.341	0.087	-0.136
O	24.367	8.08	-0.551	0.211	-0.262	-0.336
O	14.28	-6.776	-3.186	0.534	-0.096	0.012
O	-7.659	-6.042	-4.429	0.079	0.568	0.088
O	25.967	1.143	-1.615	-0.082	0.151	-0.516
O	32.196	6.664	-1.213	-0.305	-0.301	-0.129
O	11.654	2.575	-6.155	-0.226	0.19	-0.377
O	-1.719	0.711	22.79	0.382	-0.339	0.246
O	13.413	-2.356	-0.284	-0.007	-0.183	-0.203
O	15.592	-3.693	-1.11	-0.068	-0.38	-0.231
O	17.815	-2.981	-2.586	0.304	-0.188	0.061
O	27.965	5.038	-0.952	0.142	0.375	0.268
O	-26.162	-6.086	-1.301	-0.11	-0.009	-0.016
O	19.829	-7.008	-2.367	0.07	0.062	-0.189
O	20.615	1.841	-5.751	-0.235	0.133	0.369
O	3.193	1.584	-0.72	-0.68	0.498	-0.052
O	29.319	5.321	25.316	0.226	0.485	0.161
O	-6.301	5.378	-3.086	-0.143	-0.39	-0.256
O	3.589	1.55	23.274	-0.365	-0.507	0.279
O	-32.264	-0.176	25.35	0.108	0.513	0.016
O	-12.12	7.519	-4.361	0.431	-0.09	0.284
O	-10.904	-6.423	25.524	-0.025	0.052	-0.661
O	-8.316	0.643	-3.549	0.526	0.056	0.533
O	-9.141	-4.475	-6.063	0.154	0.133	0.009
O	9.985	6.296	-6.58	-0.357	-0.514	-0.176
O	23.175	1.641	-5.315	-0.12	-0.282	-0.207
O	18.718	2.061	-3.237	0.251	0.376	-0.261
O	-8.239	3.42	-4.09	0.35	0.217	0.64
O	-28.793	4.597	-2.967	-0.052	-0.313	0.347
O	14.569	-4.356	-4.48	0.003	-0.147	-0.063
O	-4.047	4.131	-3.682	-0.232	-0.119	-0.441
O	-3.942	-7.178	-1.308	0.405	-0.595	0.029
O	-0.201	5.236	-6.335	0.077	0.018	0.435
O	-0.056	5.459	-0.342	-0.08	-0.108	-0.376
O	27.345	3.575	25.382	0.121	-0.022	-0.092
O	-24.13	-0.049	25.121	0.306	0.1	0.154
O	-24.473	1.631	-3.492	-0.121	-0.328	-0.075
O	28.873	2.602	-6.011	-0.22	-0.687	0.003
O	-24.78	2.935	-0.324	0.043	-0.04	-0.426
O	6.77	-0.795	-1.692	0.394	-0.098	-0.298
O	4.072	-6.782	24.258	-0.284	-0.221	0.649
O	-17.446	-3.484	-4.585	-0.536	-0.164	-0.47
O	-30.748	6.221	-2.261	-0.204	-0.589	0.088
O	24.846	-2.481	-3.378	0.043	-0.376	-0.347
O	26.419	-5.022	-1.414	-0.057	-0.237	0.004
O	30.945	-4.101	-1.333	0.233	-0.19	-0.275
O	8.958	3.787	24.875	0.408	-0.005	-0.265
O	12.098	7.768	-6.08	-0.237	-0.208	0.5
O	-27.34	-2.456	-2.882	0.35	0.152	0.278
O	25.296	0.934	-6.711	-0.07	-0.593	-0.192
O	-17.354	-1.218	-3.163	-0.04	-0.155	0.235
O	22.534	-4.836	-6.263	-0.053	-0.019	0.415
O	-10.427	5.445	25.103	-0.243	0.285	-0.069
O	15.255	5.085	-4.435	0.348	-0.073	0.565
O	-19.395	6.947	-6.903	0.172	0.321	-0.118
O	-32.34	1.756	-3.575	-0.148	-0.404	0.3
O	-22.574	-5.933	-4.332	0.126	0.677	0.105
O	-6.187	1.287	-1.207	0.156	0.426	-0.285
O	28.393	-6.641	-1.679	-0.099	-0.358	-0.257
O	-9.052	-1.923	-1.093	-0.509	-0.355	-0.453
O	-21.648	5.702	-3.411	0.676	0.383	-0.489
O	-16.326	2.809	22.165	0.228	0.255	0.341
O	3.381	2.757	-2.948	0.737	-0.02	-0.345
O	-19.052	2.677	-0.471	0.08	0.251	-0.26
O	-16.756	-7.411	-5.612	-0.389	0.087	-0.232
O	-23.055	1.207	-1.346	0.305	-0.339	-0.207
O	-18.234	-5.469	-6.894	0.148	0.486	-0.119
O	-10.393	2.201	-3.351	0.194	0.037	0.446
O	-20.174	3.472	-3.484	-0.097	-0.805	-0.321
O	21.706	-7.248	25.883	0.702	0.091	0.139
O	-26.764	-1.093	-6.879	-0.244	-0.177	0.012
O	-19.157	7.692	-3.381	-0.53	-0.084	-0.682
O	-29.774	1.869	-3.552	0.272	0.188	0.093
O	22.25	-6.858	-1.281	0.144	0.705	-0.339
O	-31.393	1.692	-5.978	0.642	-0.372	0.04
O	-4.404	6.473	24.464	0.398	-0.343	-0.309
O	-10.975	5.337	-3.391	0.146	-0.303	-0.371
O	-15.84	-4.998	-5.979	0.306	0.272	-0.409
O	28.418	6.266	-3.257	0.266	0.305	0.463
O	24.823	4.949	-4.679	-0.474	-0.034	0.214
O	-27.888	6.805	-6.352	-0.414	0.018	-0.163
O	0.378	2.321	-6.227	0.015	0.183	0.136
O	8.065	6.298	-4.83	-0.048	-0.226	0.521
O	6.112	-5.011	-3.252	0.365	-0.155	-0.116
O	28.618	-4.183	-2.617	-0.111	0.328	-0.098
O	21.621	-4.809	24.912	0.325	0.388	-0.056
O	6.259	-8.037	-4.291	0.291	0.116	0.421
O	24.888	-3.033	-0.784	0.062	0.425	0.239
O	0.121	-2.535	22.132	-0.138	0.238	0.572
O	12.839	-6.963	-1.024	0.3	0.079	-0.074
O	-7.419	0.092	23.221	0.236	-0.319	0.109
O	-1.642	7.211	-1.427	-0.021	0.489	-0.144
O	-7.107	8.012	-3.103	-0.293	0.023	0.06
O	-25.987	1.29	-5.737	0.039	0.207	-0.02
O	-7.83	-2.078	-3.406	-0.026	-0.45	-0.643
O	-4.167	-0.453	-1.089	0.148	-0.005	-0.358
O	-8.099	-1.75	25.186	0.58	-0.055	0.419
O	30.656	7.152	-4.321	0.128	0.081	0.065
O	-5.487	-5.382	-0.344	0.011	0.101	-0.524
O	6.656	3.527	-4.296	0.092	0.054	-0.149
O	6.65	-6.935	23.486	0.374	0.312	0.268
O	6.861	1.801	-2.241	0.129	-0.039	0.668
O	-1.328	0.987	-1.54	0.387	-0.524	-0.193
O	-7.335	5.864	-5.408	-0.129	0.101	0.168
O	17.095	6.705	-5.445	0.266	-0.419	-0.002
O	4.44	2.528	-5.322	-0.09	0.05	0.222
O	-2.416	-4.619	25.405	-0.358	0.255	0.075
O	5.071	5.868	-0.398	-0.024	0.232	-0.105
O	15.144	1.123	-1.324	0.095	-0.141	0.026
O	-23.324	6.253	-1.54	0.003	-0.641	-0.183
O	-12.483	-2.2	24.086	0.413	0.35	-0.221
O	29.919	4.748	-4.973	0.477	0.208	-0.299
O	30.718	6.389	23.135	-0.312	0.214	0.405
O	18.886	-0.273	22.029	-0.106	0.137	0.538
O	-1.928	-0.598	24.999	-0.197	-0.727	0.379
O	28.513	6.921	-5.782	0.048	-0.019	-0.476
O	-9.701	-7.073	-5.671	-0.041	-0.243	0.442
O	-26.82	5	-0.371	-0.313	-0.281	-0.405
O	19.94	-5.313	-5.994	-0.037	-0.621	-0.189
O	21.556	0.177	-0.364	0.328	-0.129	-0.529
O	-32.313	-0.425	-0.495	0.087	-0.026	-0.324
O	5.282	0.164	0.054	-0.168	0.152	0.108
O	-31.243	3.374	-1.787	-0.047	0.369	-0.194
O	20.554	-4.453	-1.083	0.235	-0.765	-0.269
O	-5.202	-6.54	-3.582	-0.223	0.619	-0.393
O	10.332	-2.471	-3.349	0.482	0.036	0.248
O	14.344	-7.282	25.307	0.502	0.309	-0.07
O	8.125	-8.005	-0.403	0.07	0.088	-0.226
O	4.33	-4.586	-1.311	-0.047	0.356	-0.157
O	4.184	-6.485	-5.226	0.366	0.122	-0.722
O	-21.099	-7.73	-5.656	-0.297	-0.542	0.492
O	11.226	1.344	25.988	-0.366	0.322	-0.207
O	13.287	2.513	24.894	-0.082	-0.117	0.061
O	12.25	-0.852	25.204	0.406	0.34	0.104
O	11.142	3.932	-1.266	-0.211	0.658	-0.432
O	8.797	3.59	-2.638	-0.005	0.245	-0.28
O	-27.177	-4.961	-3.489	0.058	-0.397	-0.686
O	31.359	2.383	-5.545	0.278	0.226	-0.335
O	1.881	-6.488	-4.037	-0.094	0.101	-0.172
O	10.466	-7.334	-3.291	-0.245	0.034	-0.214
O	10.898	-5.326	-0.364	-0.262	-0.222	-0.49
O	-31.79	2.767	24.876	0.15	-0.616	0.09
O	-18.952	-2.789	-0.321	0.051	-0.12	-0.252
O	-2.905	0.885	-3.767	0.034	0.089	-0.164
O	-9.245	4.474	-6.213	-0.022	-0.428	0.306
O	-24.522	-8.066	-0.514	0.169	0.015	-0.454
O	21.636	-2.734	22.15	-0.064	-0.05	0.446
O	16.23	5.575	-0.464	-0.084	0.254	-0.371
O	24.704	-3.551	-6.946	-0.433	0.504	-0.051
O	14.757	7.567	-1.398	0.318	0.319	-0.213
O	0.653	8.053	25.25	0.034	0.392	0.159
O	-25.506	5.704	-6.509	0.553	0.211	-0.314
O	18.845	-2.662	-0.064	0.109	0.155	-0.455
O	17.491	-6.403	-1.4	-0.583	0.562	-0.07
O	-23.879	-2.032	-3.216	-0.041	0.391	0.03
O	28.618	-0.722	23.074	0.381	0.128	0.36
O	19.826	2.103	-0.924	0.189	-0.095	-0.116
O	32.109	-4.583	25.878	-0.629	-0.268	-0.059
O	24.254	-5.443	22.409	-0.068	0.568	-0.177
O	14.599	7.355	-5.536	0.145	0.343	0.374
O	18.909	8.178	-0.047	-0.065	-0.111	-0.113
O	-15.763	-5.105	-3.356	0.624	-0.02	-0.012
O	20.88	-4.705	-3.686	0.654	-0.657	-0.277
O	22.356	4.175	-1.235	0.009	0.058	-0.018
O	-24.644	-4.448	-2.856	0.208	0.199	-0.31
O	26.247	-4.313	23.304	0.3	0.35	0.234
O	2.841	-1.979	-2.885	0.52	-0.039	0.464
O	7.636	1.446	24.799	-0.365	-0.014	0.015
O	-20.145	-1.27	26.02	-0.207	-0.024	0.426
O	25.283	2.384	24.085	0.03	-0.102	-0.328
O	10.912	8.07	22.254	-0.179	0.343	0.34
O	-30.051	5.344	-6.252	0.13	0.624	-0.166
O	7.689	6.082	25.143	0.078	0.221	-0.191
O	29.609	2.979	-0.87	0.583	-0.068	0.213
O	30.037	8.034	-0.533	-0.18	0.071	-0.545
O	27.556	1.068	24.812	0.35	0.267	0.404
O	-6.698	3.399	-6.057	-0.068	-0.178	-0.351
O	-0.853	-3.592	-1.506	0.529	-0.049	-0.011
O	-11.72	-4.449	-1.583	0.135	-0.07	-0.19
O	-3.069	8.136	-3.515	0.334	0.039	-0.52
O	31.117	1.065	-1.597	0.008	-0.225	-0.325
O	20.988	1.353	22.701	-0.109	0.551	0.3
O	-19.996	-6.178	-3.806	0.122	0.57	0.311
O	3.271	-2.266	-5.524	-0.352	0.031	-0.197
O	15.748	-4.776	25.5	-0.25	-0.627	-0.248
O	-31.299	4.072	-4.3	-0.116	0.119	0.144
O	-28.317	6.771	-1.477	0.346	0.335	-0.269
O	-0.322	1.027	-4.03	-0.008	-0.535	-0.291
O	-31.142	-7.746	-1.131	0.746	0.092	-0.04
O	-29.404	-3.362	-4.15	-0.335	-0.399	-0.391
O	16.466	0.769	-3.524	-0.134	-0.335	-0.003
O	13.944	0.275	-3.515	-0.502	-0.189	0.299
O	31.758	-4.94	-4.727	-0.194	-0.12	0.6
O	-12.164	1.94	-1.298	-0.315	0.742	0.007
O	19.074	-7.988	-5.881	0.056	0.519	-0.154
O	1.14	4.865	23.026	-0.573	0.087	0.079
O	9.005	-0.354	-4.17	0.037	-0.019	0.677
O	-18.812	-1.403	-5.345	-0.15	0.069	-0.19
O	-9.226	1.631	-5.778	0.018	0.533	-0.504
O	-5.911	2.132	22.777	-0.096	0.384	0.049
O	-10.101	4.38	-1.083	-0.151	-0.173	-0.364
O	28.552	0.928	-2.226	-0.21	0.114	-0.133
O	-26.988	-6.272	25.422	-0.424	0.095	-0.208
O	-24.742	-2.363	-5.771	0.123	-0.433	0.065
O	-17.072	-4.461	-1.187	0.343	0.006	-0.447
O	-20.889	-1.484	-1.386	0.087	0.34	-0.123
O	25.786	-6.901	23.986	-0.133	-0.286	0.631
O	-10.258	-1.17	-3.591	-0.288	-0.473	0.331
O	7.438	-0.72	23.233	0.125	-0.12	0.452
O	2.641	5.204	-3.737	0.447	-0.033	-0.053
O	-23.36	-0.315	-5.178	-0.443	0.316	-0.253
O	17.467	4.045	25.793	0.196	-0.286	0.266
O	-21.839	-5.365	-0.375	-0.386	0.165	-0.273
O	9.837	1.591	-1.363	-0.008	-0.146	-0.586
O	28.073	-7.391	22.768	-0.023	-0.166	0.292
O	-15.594	8.029	24.803	-0.572	-0.108	-0.328
O	-17.495	0.687	-1.323	-0.408	-0.039	0.059
O	-15.344	-0.849	-1.496	0.154	-0.016	0.025
O	16.691	-7.032	-6.015	-0.367	-0.17	0.314
O	21.12	-2.349	26.023	0.11	0.292	0.22
O	-16.206	5.393	-0.402	-0.129	0.082	-0.084
O	-19.434	-2.846	-3.159	0.072	-0.526	0.377
O	14.747	3.08	-6.027	-0.061	-0.413	-0.052
O	-4.014	3.668	23.347	-0.101	0.355	0.564
O	27.745	8.152	25.196	0.176	-0.077	0.081
O	16.342	-8.12	21.955	0.117	-0.228	0.569
O	22.797	1.407	24.625	0.1	-0.081	0.683
O	12.543	7.486	-2.75	0.348	-0.675	-0.463
O	-10.733	-0.013	-0.409	0.173	0.011	-0.29
O	-29.601	5.823	22.098	-0.207	0.012	0.203
O	15.178	4.286	24.552	0.358	0.064	-0.149
O	-5.347	0.044	-3.401	-0.393	-0.07	-0.248
O	26.936	-0.871	-3.17	0.554	-0.28	-0.076
O	-13.476	8.122	-0.504	-0.068	0.058	-0.357
O	-8.266	-8.04	-0.227	0.109	-0.126	-0.252
O	-5.554	2.671	25.326	-0.564	-0.454	-0.092
O	-0.68	4.192	25.279	0.098	0.003	-0.228
O	-11.751	5.389	-5.832	-0.668	-0.349	-0.046
O	26.331	-1.989	-5.511	0.242	0.355	-0.104
O	-28.704	-5.441	-6.371	-0.173	0.776	0.073
O	-26.455	3.786	23.198	0.008	0.106	0.135
O	-19.8	4.271	22.983	-0.056	-0.218	0.447
O	-4.993	-7.611	23.17	-0.139	-0.013	0.134
O	26.369	6.99	23.19	-0.021	-0.325	0.393
O	-8.104	2.826	-0.341	0.196	-0.075	-0.588
O	-13.571	-2.713	-0.667	-0.145	-0.141	-0.227
O	-24.162	5.916	-4.148	-0.147	-0.043	-0.2
O	-15.258	6.742	-5.939	0.633	-0.197	0.334
O	-27.511	0.285	-0.144	0.089	-0.068	-0.419
O	-27.34	5.56	25.535	0.234	-0.346	-0.504
O	-14.264	5.877	25.31	0.233	-0.031	0.302
O	27.265	-7.079	-6.183	0.521	0.168	-0.225
O	6.414	2.662	-6.908	-0.07	-0.196	-0.384
O	-1.352	-6.814	24.367	-0.151	-0.089	0.533
O	21.792	2.91	-3.533	0.299	-0.516	0.468
O	19.893	7.174	25.678	-0.292	0.151	-0.026
O	9.394	-3.46	23.26	-0.237	0.123	0.185
O	27.078	-4.393	-6.271	0.691	-0.064	-0.186
O	-0.489	-4.39	-3.882	0.208	0.17	-0.271
O	18.592	-1.372	25.8	-0.193	0.217	-0.295
O	32.238	-0.165	-5.382	-0.537	-0.06	0.378
O	-16.35	8.092	22.017	-0.08	-0.013	0.199
O	-2.108	3.754	-5.466	0.034	-0.398	0.041
O	-23.644	-3.959	23.261	-0.116	-0.044	0.25
O	-9.31	-4.007	24.635	-0.155	0.199	0.032
O	13.683	0.02	22.229	0.213	0.008	0.663
O	-17.765	-6.6	-2.502	-0.043	-0.073	-0.01
O	2.064	-5.09	-6.213	0.229	0.264	0.141
O	-13.547	-2.632	-6.781	-0.194	-0.343	-0.068
O	-3.97	6.204	-2.081	-0.156	0.249	0.38
O	11.587	-0.366	-4.18	-0.251	0.32	0.562
O	-21.937	-3.579	-2.739	0.214	-0.571	-0.245
O	-20.832	0.186	-5.978	-0.165	0.733	-0.502
O	-25.229	-1.058	22.902	-0.136	-0.037	0.298
O	-12.309	1.707	23.208	0.313	0.134	-0.027
O	-31.967	-2.896	-3.781	0.075	-0.372	0.396
O	-0.549	-7.005	-3.39	-0.35	-0.295	-0.096
O	20.864	6.534	-5.378	-0.124	-0.319	0.204
O	31.296	4.035	24.125	0.032	-0.083	0.227
O	10.211	7.086	-1.427	0.233	-0.183	-0.149
O	20.107	-6.63	23.86	-0.244	-0.607	-0.407
O	2.243	5.974	25.213	0.227	0.209	0.176
O	3.717	2.573	25.758	-0.169	0.034	0.078
O	0.305	-1.866	-3.258	0.029	0.056	-0.239
O	17.627	-7.856	-3.631	-0.263	-0.527	0.396
O	18.358	-5.424	-3.812	-0.455	0.027	0.118
O	-15.371	3.498	-4.084	-0.227	0.6	-0.042
O	22.799	-3.69	-2.277	0.302	-0.415	-0.375
O	-21.87	1.22	-3.726	0.414	0.284	0.103
O	9.229	1.113	22.815	-0.179	0.184	0.112
O	-32.366	6.325	-5.387	0.142	-0.122	-0.031
O	26.791	4.265	-3.156	0.141	-0.312	0.476
O	-18.407	0.595	25.554	-0.309	0.308	0.135
O	16.196	-2.287	25.066	0.019	0.577	-0.402
O	-32.34	8.015	-3.372	0.206	0.34	-0.072
O	27.036	-5.784	-3.904	0.076	-0.36	0.131

Results
total energy: -406613.275 eV
total energy less fixed offsets of O -438.25, Si -107.07 eV per atom: -0.475 eV
